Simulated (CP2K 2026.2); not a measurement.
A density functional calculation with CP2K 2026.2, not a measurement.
Periodic cell of 2016 atoms, Si1440O576, from a study of silicon, its oxide and their interface. The atomic structure is a simulated model.
Doubt: the forces sum to 10.48 eV/angstrom along one axis rather than to zero, so they err by at least 0.0052 eV/angstrom per atom on average; the grid cutoff is modest.

Settings
functional: PBE
method: Gaussian and plane waves
basis set: DZVP-MOLOPT-SR-GTH
pseudopotentials: GTH-PBE
grid cutoff: 300 Ry, relative cutoff 40 Ry
k points: Gamma only
occupations: fixed
spin: none
net charge: 0

Cell vectors (angstrom)
a	65.28	0	0
b	0	16.32	0
c	-7.888	-2.2962	33.2052

Atoms and the computed forces on them: element, x, y, z (angstrom), force x, y, z (eV/angstrom)
Si	1.127	-1.32	-0.091	0.258	-0.112	0.654
Si	3.706	1.745	-0.213	0.144	-0.257	0.669
Si	1.339	3.875	0.002	-0.048	0.102	0.624
Si	4.293	6.39	0.002	-0.087	0.162	0.708
Si	1.107	-6.602	-0.012	0.191	-0.247	0.663
Si	4.31	-4.385	0.083	-0.214	0.138	0.688
Si	7.079	-1.795	-0.042	-0.065	0.163	0.732
Si	9.911	0.87	-0.032	-0.127	0.207	0.745
Si	6.629	4.26	-0.168	0.143	-0.148	0.658
Si	9.847	6.533	-0.074	-0.203	0.134	0.703
Si	6.468	9.66	0.204	0.175	-0.031	0.732
Si	-6.772	-4.08	-0.001	0.163	-0.164	0.787
Si	-4.363	-1.028	0.087	0.1	-0.253	0.681
Si	-1.227	0.826	-0.099	-0.122	0.339	0.625
Si	-4.72	4.602	-0.118	0.124	-0.112	0.725
Si	-1.712	7.02	0.192	0.262	-0.241	0.818
Si	-3.868	-7.016	0.177	-0.284	0.27	0.758
Si	-1.086	-4.273	-0.108	-0.314	0.246	0.657
Si	2.734	-0.038	1.072	-0.004	0.029	-0.04
Si	5.428	2.679	1.131	-0.002	0.002	-0.051
Si	2.679	5.316	1.321	0.006	0	-0.04
Si	5.335	8.024	1.388	-0.016	-0.032	-0.037
Si	2.689	-5.513	1.346	0.001	0.001	-0.033
Si	5.508	-2.832	1.34	0.004	0.002	-0.045
Si	8.223	-0.165	1.226	0.01	0.006	-0.055
Si	-5.593	2.804	1.202	0.032	-0.048	-0.048
Si	8.199	5.389	1.186	0.006	-0.003	-0.052
Si	-5.429	8.205	1.533	0.013	-0.001	-0.023
Si	8.269	10.809	1.185	-0.016	0.001	-0.039
Si	-5.355	-2.773	1.314	-0.01	0.027	-0.065
Si	-2.761	-0.03	1.454	0.013	0.011	-0.03
Si	-0.169	2.57	1.179	-0.021	-0.014	-0.019
Si	-2.946	5.41	1.308	-0.014	-0.032	-0.073
Si	0.024	8.103	1.322	0	0.037	-0.059
Si	-2.684	-5.361	1.295	0.015	-0.011	-0.043
Si	-0.019	-2.763	1.342	-0.006	0.004	-0.054
Si	1.316	1.254	2.532	0.017	-0.012	0.026
Si	4.097	3.968	2.633	-0.001	-0.025	0.022
Si	1.37	6.734	2.661	-0.003	-0.001	0.011
Si	3.995	9.401	2.72	0.006	0.032	0.028
Si	1.37	-4.107	2.69	-0.004	0.006	0.023
Si	4.095	-1.371	2.529	-0.043	-0.007	0.011
Si	6.802	1.268	2.49	0.009	0.025	0.007
Si	9.521	3.961	2.566	0.001	0.012	0.013
Si	6.843	6.713	2.628	0	-0.02	0.022
Si	9.586	9.435	2.598	-0.037	0.006	0.014
Si	6.899	12.124	2.657	0.033	-0.021	0.031
Si	-6.795	-1.46	2.694	0.028	0.002	0.045
Si	-4.136	1.468	2.627	-0.044	0.03	0.013
Si	-1.492	3.992	2.556	0.038	0.021	0
Si	-4.102	6.776	2.819	0.007	0.004	0.044
Si	-1.326	-6.787	2.662	-0.019	0	0.046
Si	-4.02	-4.073	2.72	-0.016	-0.033	-0.006
Si	-1.404	-1.448	2.734	0.016	-0.02	-0.004
Si	0.014	-0.063	3.997	-0.005	0.026	-0.004
Si	2.695	2.603	3.943	-0.001	0.008	-0.015
Si	-0.055	5.349	3.927	-0.011	-0.017	0.004
Si	2.678	8.066	4.089	-0.009	0.008	0.022
Si	0.018	-5.467	4.059	0.005	0.002	-0.005
Si	2.761	-2.722	3.967	-0.002	-0.002	0.023
Si	5.457	-0.053	3.921	0.005	0.003	0.012
Si	8.145	2.618	3.919	-0.011	0.003	0.006
Si	5.466	5.346	3.982	-0.035	0.015	0.003
Si	8.191	8.093	3.978	0.014	-0.008	-0.001
Si	5.462	10.778	3.984	0.025	-0.004	-0.007
Si	8.22	-2.807	4.01	0.002	0.002	0.009
Si	-5.453	0.006	3.99	0.027	-0.021	-0.038
Si	-2.76	2.712	4.051	-0.025	0.006	0.012
Si	-5.465	5.401	4.131	-0.001	0.006	0
Si	-2.674	8.159	4.063	-0.006	0.019	-0.014
Si	-5.379	-5.407	4.123	0.011	0.007	0.003
Si	-2.715	-2.76	4.129	0.044	0.005	0.041
Si	1.374	-1.447	16.292	-0.011	-0.009	-0.002
Si	4.083	1.254	16.319	-0.004	-0.002	0.003
Si	1.364	4.013	16.334	-0.01	-0.008	0.014
Si	4.126	6.745	16.266	-0.019	0.019	-0.007
Si	1.4	-6.855	16.21	-0.001	-0.008	-0.015
Si	4.085	-4.15	16.242	0.005	0.008	-0.012
Si	6.776	-1.405	16.315	0.005	0	-0.004
Si	-6.763	1.388	16.319	0.005	0.006	-0.001
Si	6.824	4.008	16.291	-0.006	-0.003	-0.002
Si	-6.752	6.808	16.322	-0.004	0	0
Si	6.797	9.427	16.339	-0.012	0.005	-0.003
Si	-6.774	-4.089	16.243	-0.008	-0.006	-0.017
Si	-4.048	-1.374	16.276	0.009	0	-0.007
Si	-1.34	1.341	16.272	-0.008	-0.002	-0.01
Si	-4.024	4.08	16.32	0.001	-0.009	-0.008
Si	-1.326	6.729	16.299	-0.008	-0.018	-0.007
Si	-4.018	9.487	16.312	0	0.004	-0.008
Si	-1.335	-4.143	16.288	0.012	-0.007	-0.008
Si	2.698	-0.105	17.694	0.004	-0.016	0.01
Si	5.507	2.59	17.628	0.025	-0.009	0.006
Si	2.753	5.424	17.614	-0.011	0.005	0.003
Si	5.453	8.045	17.725	0.003	-0.003	-0.015
Si	2.787	-5.57	17.584	-0.003	-0.016	0.003
Si	5.353	-2.746	17.623	-0.022	-0.001	-0.003
Si	8.143	-0.052	17.695	-0.031	-0.008	-0.008
Si	-5.383	2.737	17.682	0.013	0.005	0.005
Si	8.132	5.4	17.685	0.011	-0.003	-0.001
Si	-5.351	8.124	17.689	-0.004	0	-0.001
Si	8.181	10.772	17.688	-0.001	-0.016	0.021
Si	-5.436	-2.733	17.594	0.004	0.001	-0.003
Si	-2.703	0.004	17.624	-0.014	0.007	0.006
Si	-0.014	2.642	17.707	0.014	0.002	-0.011
Si	-2.682	5.418	17.73	0.007	0.016	0.004
Si	0.054	-8.194	17.57	0.022	0.012	-0.001
Si	-2.679	-5.477	17.694	-0.001	-0.021	0.03
Si	0.033	-2.825	17.657	-0.004	0.024	0.016
Si	1.31	1.225	19.061	-0.041	-0.011	-0.016
Si	4.144	4.005	18.856	-0.011	0.035	-0.041
Si	1.429	6.853	18.964	0.036	0.026	-0.018
Si	4.08	-6.902	19.049	-0.03	-0.018	-0.013
Si	1.43	-4.272	18.936	-0.028	0.017	-0.021
Si	3.985	-1.49	19.113	0.02	-0.005	-0.013
Si	6.78	1.239	19.118	-0.015	0.009	-0.008
Si	-6.704	4.179	19.007	0.034	0.001	-0.026
Si	6.81	6.707	19.145	0.013	0.02	-0.01
Si	-6.655	9.535	19.022	-0.013	0.026	-0.033
Si	6.763	-4.101	18.868	0.02	-0.014	-0.029
Si	9.485	-1.391	19.085	0.012	0.004	-0.012
Si	-4.056	1.33	19.047	0	-0.005	-0.02
Si	-1.356	4.017	19.089	-0.008	-0.024	0.006
Si	-3.994	6.817	19.134	-0.008	0.022	-0.007
Si	-1.282	-6.909	18.992	-0.003	-0.003	-0.03
Si	-4.118	-4.083	18.976	-0.009	-0.013	-0.014
Si	-1.354	-1.392	18.931	-0.005	0.002	-0.041
Si	-0.04	-0.185	20.451	0.027	0.009	0.061
Si	2.757	2.695	20.158	0.008	-0.006	0.011
Si	0.057	5.488	20.254	-0.019	0.025	0.034
Si	2.74	8.129	20.518	-0.014	-0.024	0.071
Si	0.123	-5.607	20.331	0.036	-0.049	0.037
Si	2.653	-2.997	20.435	0.037	0.023	0.041
Si	5.341	-0.112	20.483	0.006	0.002	0.042
Si	8.097	2.661	20.501	-0.018	0.001	0.025
Si	5.436	5.244	20.368	0.027	-0.01	0.045
Si	8.11	8.01	20.655	0.018	0.02	0.059
Si	5.517	-5.503	20.231	0.015	-0.013	0.042
Si	7.999	-2.737	20.3	-0.019	0.005	0.045
Si	-5.432	-0.068	20.406	0.025	0.014	0.035
Si	-2.728	2.672	20.501	-0.028	-0.025	0.035
Si	-5.39	5.521	20.508	0.004	-0.002	0.045
Si	-2.6	-8.153	20.504	-0.001	-0.013	0.081
Si	-5.317	-5.446	20.476	0.013	-0.018	0.054
Si	-2.787	-2.671	20.259	0.002	0.029	0.043
Si	0.896	-2.029	21.667	0.018	0.095	-0.732
Si	4.074	1.502	21.633	0.004	-0.125	-0.577
Si	1.688	4.325	21.398	0.008	0.033	-0.711
Si	3.924	6.427	21.657	0.018	0.183	-0.647
Si	1.128	-7.105	21.938	0.264	0.249	-0.712
Si	4.341	-4.134	21.689	-0.328	-0.162	-0.66
Si	6.433	-1.752	21.788	0.175	0.293	-0.675
Si	-6.652	1.544	21.593	-0.131	-0.218	-0.732
Si	6.379	3.652	21.849	0.206	0.095	-0.669
Si	-6.921	6.876	21.741	0.241	0.12	-0.576
Si	7.014	-6.495	21.74	-0.109	-0.331	-0.752
Si	9.175	-4.255	21.567	0.207	0.002	-0.726
Si	-3.878	-1.208	21.798	-0.195	-0.161	-0.681
Si	-1.621	0.989	21.754	0.099	0.135	-0.75
Si	-4.419	3.776	21.775	0.293	0.203	-0.725
Si	-1.03	6.901	21.776	-0.267	-0.103	-0.715
Si	-3.457	-6.326	21.781	-0.209	-0.095	-0.763
Si	-1.332	-4.111	21.314	-0.02	-0.006	-0.514
Si	-9.055	4.214	24.67	0.039	-0.001	-0.068
Si	-6.913	-4.803	25.126	-0.01	-0.035	0.058
Si	-8.378	1.461	26.025	0.046	-0.044	-0.016
Si	1.511	-6.191	-2.905	0.037	-0.038	0.025
Si	5.406	7.608	-6.42	0.081	-0.044	0.009
Si	-11.746	-1.787	25.656	-0.058	-0.093	0.013
Si	-4.879	-0.026	-4.553	-0.055	-0.052	0.025
Si	5.014	-5.997	24.005	0.033	0.128	-0.173
Si	-5.903	-7.554	-4.449	-0.018	-0.021	0.14
Si	1.848	3.739	-3.779	-0.012	0.173	-0.069
Si	5.245	1.47	25.64	0.138	-0.09	-0.096
Si	2.635	6.423	-2.6	-0.005	-0.13	-0.035
Si	0.113	2.729	23.673	-0.057	0.047	-0.061
Si	6.641	-7.13	-2.658	-0.006	-0.064	-0.048
Si	-6.393	2.663	-4.353	0.134	0.072	0.098
Si	1.366	-6.666	25.072	0.026	-0.136	-0.19
Si	-9.577	-3.831	25.804	0.047	-0.007	0.003
Si	1.867	6.604	25.585	-0.118	0.017	0.04
Si	4.734	-1.856	-6.933	-0.02	-0.13	-0.056
Si	-7.305	-5.299	-5.749	-0.188	0.116	-0.011
Si	2.843	-1.347	-4.424	0.009	-0.041	-0.054
Si	4.533	7.482	24.473	-0.033	0.026	-0.134
Si	-11.917	-5.979	25.86	0.04	0.092	0.056
Si	1.489	-1.681	24.649	-0.046	0.073	0.043
Si	-3.589	6.207	-7.007	-0.134	-0.06	0.03
Si	6.524	-4.166	-6.765	0.001	0.009	0.019
Si	-2.72	-0.385	-2.295	-0.048	0.05	0.177
Si	-2.742	1.13	25.749	-0.096	0.122	0.015
Si	6.685	-1.553	-2.957	0.027	-0.086	0.056
Si	7.184	-4.361	-3.88	-0.047	0.027	-0.016
Si	-5.934	-2.45	23.75	0.112	0.103	-0.063
Si	-5.421	-5.87	-2.255	0.019	0.034	0.155
Si	2.369	4.063	-6.714	0.119	0.138	-0.069
Si	9.6	-1.055	-3.98	0.116	-0.025	-0.017
Si	3.92	-7.693	-4.089	-0.069	-0.024	0.042
Si	2.465	-3.311	-2.208	-0.033	0.045	0.185
Si	-1.09	3.996	-4.157	0.02	0.011	0.08
Si	-1.454	-2.891	-3.022	0.056	-0.089	0.149
Si	0.212	-2.207	-5.298	-0.09	-0.125	-0.061
Si	3.686	1.325	-3.213	0.121	0.127	0.118
Si	-0.121	5.827	-2.096	0.089	-0.096	0.138
Si	-3.228	7.148	-4.171	-0.058	-0.031	0.078
Si	-6.975	-2.298	-4.697	-0.011	-0.075	0.017
Si	7.684	3.31	-3.077	-0.071	0.11	0.009
Si	6.177	0.986	-4.404	0.035	0.03	0.012
Si	-10.865	-8.097	23.954	0.097	0.069	-0.216
Si	-6.401	-7.706	24.446	-0.057	-0.079	-0.235
Si	-12.161	1.222	24.82	0.012	0.081	-0.132
Si	-3.764	-6.786	24.861	0.11	0.105	-0.034
Si	-8.036	-0.238	23.765	0.076	0.005	-0.085
Si	-3.461	-4.624	-4.391	0.111	-0.08	0.031
Si	-1.249	-6.976	-4.397	0.035	0.079	0.025
Si	-1.492	-1.604	25.75	-0.039	-0.082	0.069
Si	-3.931	4.31	-3.113	-0.061	0.028	-0.062
Si	1.387	-1.405	5.364	0	-0.008	0.001
Si	4.086	1.279	5.318	-0.01	-0.007	-0.004
Si	1.345	4.001	5.3	-0.006	0.012	-0.008
Si	4.102	6.704	5.368	0.028	-0.003	0.003
Si	1.354	9.47	5.419	-0.011	-0.007	0.011
Si	4.115	12.197	5.321	-0.006	-0.003	-0.006
Si	6.819	-1.42	5.309	0	0.006	0.003
Si	9.533	1.274	5.298	0.011	0.006	0.001
Si	6.814	3.978	5.335	0.007	0.001	0.001
Si	9.498	6.714	5.389	-0.003	0.004	0.004
Si	6.817	9.429	5.357	0.004	0.011	0.012
Si	9.564	12.156	5.368	0	-0.011	0.01
Si	-4.089	-1.342	5.4	-0.008	0.015	-0.008
Si	-1.356	1.319	5.352	-0.002	-0.012	-0.003
Si	-4.076	4.056	5.456	0.005	0.008	0.007
Si	-1.331	6.741	5.372	0.016	0.007	-0.01
Si	-4.035	-6.816	5.439	0.008	-0.003	0.015
Si	-1.334	-4.127	5.442	-0.012	-0.013	0.013
Si	2.748	-0.058	6.724	0.003	0.001	0.001
Si	5.442	2.635	6.699	-0.006	0.012	0
Si	2.716	5.346	6.7	0	0.011	-0.009
Si	5.456	8.077	6.728	-0.003	-0.005	-0.004
Si	2.755	10.844	6.719	-0.006	-0.008	-0.003
Si	5.467	-2.774	6.699	0.009	0.001	-0.008
Si	8.172	-0.066	6.689	-0.008	-0.003	-0.008
Si	10.861	2.607	6.741	0.015	0.005	-0.008
Si	8.139	5.351	6.735	-0.009	0.007	-0.001
Si	10.876	8.085	6.741	0.001	-0.001	-0.008
Si	8.179	10.801	6.716	0.004	0	0.002
Si	10.898	-2.786	6.736	-0.003	0.001	-0.005
Si	-2.699	-0.018	6.756	0.006	0.002	-0.002
Si	0.009	2.673	6.715	0.001	-0.002	-0.003
Si	-2.693	5.419	6.775	-0.017	0.001	-0.005
Si	0.012	8.092	6.765	0.004	0.011	0.004
Si	-2.688	-5.473	6.809	0.014	0.003	0.005
Si	0.04	-2.755	6.757	0.001	-0.005	0.003
Si	1.379	1.312	8.076	0.003	0.002	-0.004
Si	4.087	4	8.071	-0.005	-0.007	-0.002
Si	1.392	6.726	8.094	0.001	0.005	-0.006
Si	4.102	9.461	8.08	0.02	0.009	-0.004
Si	1.4	-4.128	8.105	0	0.004	-0.007
Si	4.109	-1.422	8.081	-0.012	-0.003	-0.005
Si	6.811	1.287	8.07	0.001	0.001	-0.009
Si	9.515	3.999	8.094	0.009	0.008	-0.004
Si	6.798	6.719	8.104	-0.014	-0.007	0.002
Si	9.522	9.449	8.102	-0.006	-0.003	-0.003
Si	6.819	-4.142	8.069	0.004	-0.003	0.006
Si	9.52	-1.423	8.079	0.005	-0.002	-0.002
Si	-4.047	1.333	8.144	0.003	-0.006	-0.008
Si	-1.328	4.036	8.108	0.011	0.011	-0.009
Si	-4.048	6.778	8.143	0.011	0.005	0.002
Si	-1.33	-6.855	8.139	-0.022	-0.015	-0.002
Si	-4.056	-4.088	8.139	0.006	0.001	-0.01
Si	-1.335	-1.392	8.107	0.004	0.001	-0.007
Si	0.027	-0.035	9.46	-0.001	0.001	0.006
Si	2.738	2.654	9.452	-0.007	0.007	0.002
Si	0.032	5.385	9.474	0	-0.009	0.004
Si	2.749	8.095	9.451	-0.003	-0.001	0.003
Si	0.042	-5.488	9.475	0.005	-0.01	0.002
Si	2.754	-2.767	9.463	0.01	-0.001	0.006
Si	5.462	-0.067	9.451	0	-0.005	0.005
Si	8.154	2.645	9.459	-0.012	0.005	0.001
Si	5.436	5.361	9.455	-0.007	0.018	0.008
Si	8.163	8.087	9.46	0.003	-0.001	0.002
Si	5.462	-5.5	9.443	-0.007	-0.005	0.003
Si	8.165	-2.784	9.449	0.001	0.005	0.008
Si	-5.406	-0.012	9.517	-0.004	0	0.005
Si	-2.683	2.694	9.491	-0.007	-0.001	0.003
Si	-5.409	5.419	9.501	0.006	-0.001	0
Si	-2.691	-8.193	9.507	0.004	0.011	0.007
Si	-5.41	-5.446	9.509	-0.008	0.011	-0.002
Si	-2.687	-2.742	9.49	0	0.001	0.003
Si	1.389	-1.4	10.818	-0.01	-0.002	-0.005
Si	4.098	1.294	10.815	-0.002	0.004	0.001
Si	1.389	4.015	10.828	0.011	0	-0.001
Si	4.096	6.73	10.826	0.001	-0.003	0.004
Si	1.397	9.456	10.827	0.002	0.001	-0.002
Si	4.11	-4.139	10.817	-0.003	-0.002	0
Si	6.812	-1.428	10.825	0	-0.003	0.001
Si	9.511	1.292	10.834	0.008	0.003	0
Si	6.8	4.009	10.826	-0.013	0.001	0.002
Si	9.519	6.731	10.828	0	0.003	0.004
Si	6.811	9.457	10.818	0.001	0.003	0
Si	9.514	-4.139	10.831	0	-0.005	-0.002
Si	-4.043	-1.383	10.864	-0.006	-0.001	-0.002
Si	-1.326	1.319	10.842	0.012	0.001	-0.006
Si	-4.043	4.058	10.853	-0.001	0.005	-0.002
Si	-1.323	6.753	10.842	-0.009	0.003	0
Si	-4.05	-6.821	10.856	0.006	-0.004	0
Si	-1.326	-4.121	10.83	-0.001	-0.001	-0.01
Si	2.743	-0.053	12.194	0.007	0.004	0.005
Si	5.442	2.654	12.194	0.003	-0.002	-0.004
Si	2.742	5.368	12.198	-0.021	-0.001	0.001
Si	5.463	8.09	12.183	-0.005	0.007	0.003
Si	2.753	10.823	12.181	0.01	0.001	0.003
Si	5.461	-2.791	12.196	-0.002	-0.001	-0.002
Si	8.157	-0.07	12.206	-0.009	-0.004	0.005
Si	10.868	2.656	12.202	0	0.01	-0.005
Si	8.164	5.371	12.191	0.006	0.007	-0.003
Si	10.859	8.095	12.212	-0.003	-0.004	-0.002
Si	8.159	10.817	12.193	0	0.004	-0.005
Si	10.856	-2.778	12.213	0.007	-0.005	0.002
Si	-2.687	-0.023	12.221	-0.001	0	0.007
Si	0.037	2.665	12.206	-0.007	0.009	-0.003
Si	-2.686	5.414	12.213	0.009	-0.003	0.001
Si	0.041	8.103	12.202	-0.004	0.001	0.005
Si	-2.68	-5.473	12.206	-0.002	0.005	0.009
Si	0.025	-2.752	12.181	0.011	-0.001	0
Si	1.391	1.302	13.577	-0.002	-0.001	0
Si	4.085	4.001	13.575	0.004	0.007	-0.004
Si	1.389	6.725	13.565	0.016	-0.009	0.004
Si	4.116	9.463	13.54	-0.009	-0.002	0.005
Si	1.377	-4.128	13.523	-0.02	0.016	-0.008
Si	4.097	-1.427	13.548	0.003	-0.011	0.004
Si	6.798	1.301	13.561	-0.018	0.016	0.004
Si	9.526	4.025	13.567	0.001	-0.02	-0.001
Si	6.812	6.727	13.559	0.004	0.004	0.003
Si	9.497	9.456	13.574	-0.008	0.014	0.001
Si	6.817	-4.147	13.574	0.006	-0.014	0.001
Si	9.497	-1.429	13.593	0.004	0.001	0.01
Si	-4.047	1.349	13.582	-0.005	0.012	0.005
Si	-1.324	4.039	13.551	-0.003	-0.006	-0.001
Si	-4.044	6.777	13.581	-0.001	0.002	0.006
Si	-1.325	9.466	13.555	0.01	0	0.001
Si	-4.034	-4.11	13.573	0.003	-0.006	0
Si	-1.325	-1.399	13.566	0.002	-0.012	-0.008
Si	0.028	-0.053	14.941	-0.007	0.006	0.01
Si	2.733	2.65	14.968	-0.001	0.007	0.007
Si	0.026	5.367	14.937	-0.005	0.001	0.004
Si	2.768	8.093	14.889	-0.002	0.007	-0.004
Si	0.026	-5.477	14.894	0.012	0.002	0.007
Si	2.723	-2.786	14.897	-0.002	-0.015	0.012
Si	5.44	-0.065	14.919	0.009	0	0.004
Si	8.169	2.662	14.916	0.003	0.012	0.001
Si	5.46	5.358	14.919	0.007	-0.005	0.009
Si	8.148	8.088	14.947	0.008	-0.005	0.005
Si	5.473	10.799	14.931	-0.01	0.005	0.003
Si	8.147	-2.792	14.974	-0.01	-0.004	0.009
Si	-5.415	0.006	14.949	0.002	-0.003	0.005
Si	-2.686	2.717	14.93	0.013	0.012	0.001
Si	-5.399	5.432	14.962	-0.013	-0.008	0.011
Si	-2.673	8.118	14.941	0.006	0.004	0.019
Si	-5.382	-5.47	14.939	-0.006	0.01	0.006
Si	-2.681	-2.752	14.935	-0.005	0.004	0.009
Si	17.565	-1.318	-0.004	0.241	-0.184	0.723
Si	20.679	0.984	-0.053	-0.175	0.3	0.697
Si	17.144	4.558	-0.122	0.166	-0.181	0.72
Si	20.562	6.543	-0.06	-0.169	0.179	0.748
Si	17.544	9.749	0.057	0.089	-0.181	0.713
Si	20.673	-4.234	0.12	-0.228	0.21	0.748
Si	23.053	-1.132	-0.042	0.225	-0.217	0.745
Si	26.386	1.205	-0.304	-0.457	0.303	0.685
Si	22.873	4.369	-0.082	0.134	-0.15	0.732
Si	26.326	6.281	0.163	-0.088	0.116	0.757
Si	22.829	9.78	0.061	0.254	-0.231	0.737
Si	9.438	12.408	-0.217	0.155	-0.285	0.632
Si	12.231	-1.288	-0.103	0.174	-0.216	0.701
Si	15.343	0.962	-0.151	-0.237	0.291	0.694
Si	12.092	4.333	0.057	0.049	-0.198	0.673
Si	14.96	6.754	0.414	0.009	0.069	0.452
Si	12.749	8.869	0.195	0.074	0.125	0.711
Si	15.34	11.935	0.021	-0.218	0.081	0.779
Si	19.112	-0.105	1.308	-0.007	0.004	-0.031
Si	21.715	2.736	1.178	-0.017	-0.001	-0.05
Si	18.938	5.429	1.225	0.007	-0.02	-0.057
Si	21.721	8.122	1.293	-0.009	-0.007	-0.051
Si	19.083	-5.419	1.391	-0.003	-0.001	-0.036
Si	21.873	-2.666	1.351	0.014	0.016	-0.034
Si	24.611	0.162	1.119	0.062	0.002	-0.057
Si	10.953	2.608	1.217	-0.012	0.009	-0.059
Si	24.502	5.366	1.343	-0.032	0.024	-0.084
Si	10.995	7.951	1.432	-0.017	0.011	-0.059
Si	24.466	-5.469	1.381	0.003	-0.012	-0.07
Si	10.989	-2.835	1.196	0.007	0.004	-0.037
Si	13.718	-0.072	1.231	0.008	0.007	-0.051
Si	16.311	2.709	1.143	0.011	-0.014	-0.046
Si	13.553	5.347	1.578	-0.017	-0.003	-0.033
Si	16.433	8.193	1.462	0.015	0.047	-0.027
Si	13.728	10.731	1.266	0.011	0.019	-0.076
Si	16.407	-2.815	1.385	0.004	0.011	-0.072
Si	17.719	1.365	2.56	-0.021	0.002	0.021
Si	20.317	4.036	2.581	0.004	0.005	0.008
Si	17.762	6.784	2.742	0.016	0.002	0.015
Si	20.399	9.469	2.713	-0.006	-0.009	0.03
Si	17.753	-4.099	2.788	0.014	-0.003	0.025
Si	20.447	-1.4	2.726	-0.024	-0.023	0.012
Si	23.157	1.42	2.551	0.001	0.002	0.026
Si	25.766	4	2.759	0.017	0.015	0.026
Si	23.15	6.811	2.658	0.005	0.019	0.009
Si	25.821	-6.847	2.723	-0.005	-0.003	0.021
Si	23.156	-4.059	2.737	0.005	-0.003	0.029
Si	9.6	-1.494	2.614	0	-0.016	0.024
Si	12.341	1.295	2.605	0.013	0.009	0.019
Si	14.985	3.914	2.708	0.021	-0.015	0.026
Si	12.216	6.67	2.921	0.022	0.01	0.054
Si	15.024	9.499	2.788	-0.016	-0.01	0.042
Si	12.3	12.1	2.575	0.034	0.009	0.016
Si	14.991	-1.443	2.659	-0.011	0.001	0.022
Si	16.356	-0.023	3.966	0.017	0.018	-0.035
Si	19.031	2.686	4.01	0.007	-0.011	0.012
Si	16.344	5.37	4.015	-0.008	-0.005	-0.017
Si	19.077	8.133	4.121	-0.011	0.018	0.015
Si	16.365	-5.456	4.128	-0.008	-0.003	-0.01
Si	19.095	-2.732	4.115	0.007	-0.002	0.021
Si	21.809	0.035	3.986	0.023	0.008	-0.007
Si	24.407	2.69	4.104	-0.002	-0.028	0.003
Si	21.727	5.414	3.958	-0.016	-0.002	-0.021
Si	24.452	-8.165	4.098	0	-0.013	-0.001
Si	21.761	-5.447	4.053	-0.008	0	-0.011
Si	24.448	-2.652	4.098	0.009	0.013	0.001
Si	10.939	-0.079	3.949	-0.02	0.01	0.009
Si	13.626	2.603	4.074	-0.019	-0.001	0.026
Si	10.813	5.264	4.093	-0.005	-0.019	0.01
Si	13.634	8.112	4.119	-0.012	0.018	-0.02
Si	10.92	10.799	3.984	0.005	-0.005	0.001
Si	13.609	-2.813	3.985	-0.006	-0.012	-0.002
Si	17.628	-1.386	16.313	0.015	-0.004	-0.009
Si	20.337	1.313	16.294	-0.013	-0.015	-0.016
Si	17.62	4.059	16.289	0.005	-0.002	-0.005
Si	20.35	6.798	16.315	-0.01	-0.007	-0.005
Si	17.609	-6.832	16.347	0.012	-0.011	-0.004
Si	20.357	-4.12	16.31	0.002	0.012	0
Si	23.087	-1.388	16.325	-0.016	0.002	-0.008
Si	9.485	1.306	16.315	0.004	0.012	-0.003
Si	23.08	4.075	16.298	-0.001	0.011	-0.005
Si	9.508	6.746	16.33	0	0.006	-0.002
Si	23.104	-6.811	16.363	0.007	0.016	0.004
Si	9.52	-4.16	16.334	0.002	-0.002	0.003
Si	12.194	-1.448	16.321	-0.013	0.004	-0.002
Si	14.903	1.315	16.321	0.014	-0.011	-0.001
Si	12.196	4.024	16.371	0	0	0.016
Si	14.911	6.745	16.324	0.006	-0.016	0.005
Si	12.171	9.468	16.321	-0.011	0.003	0.005
Si	14.908	-4.124	16.312	0.003	-0.001	0.002
Si	18.955	-0.006	17.683	0.011	0.008	0.007
Si	21.735	2.656	17.606	-0.009	-0.005	-0.012
Si	18.97	5.43	17.638	-0.003	0.022	0.016
Si	21.705	8.155	17.69	-0.002	-0.012	-0.006
Si	18.996	-5.468	17.684	-0.01	0.007	-0.008
Si	21.718	-2.765	17.659	-0.002	-0.001	0.006
Si	24.481	-0.045	17.673	0.007	-0.02	-0.014
Si	10.808	2.653	17.72	0	-0.011	0.022
Si	24.426	5.464	17.645	0.013	-0.016	-0.015
Si	10.836	8.112	17.726	0.004	0.017	0.027
Si	24.493	-5.497	17.764	0.014	-0.021	0.006
Si	10.84	-2.785	17.734	-0.001	0.004	-0.005
Si	13.568	-0.099	17.659	0.015	0.008	0.007
Si	16.253	2.717	17.656	0.002	0.013	-0.014
Si	13.585	5.388	17.726	0	0.011	-0.03
Si	16.225	8.126	17.702	0.016	0.02	0.014
Si	13.516	10.852	17.659	0.008	-0.005	-0.013
Si	16.286	-2.771	17.663	0	0.021	-0.008
Si	17.562	1.375	19.037	0.012	-0.001	-0.024
Si	20.348	4.011	18.898	-0.01	-0.012	-0.024
Si	17.613	6.773	19.04	-0.009	-0.009	-0.03
Si	20.346	-6.813	19.06	0.004	-0.001	-0.013
Si	17.633	-4.117	19.039	0.017	0	-0.024
Si	20.33	-1.405	18.978	0.003	-0.021	-0.042
Si	23.111	1.313	18.972	-0.035	0.033	-0.006
Si	9.422	4.039	19.076	0.025	-0.033	-0.005
Si	23.07	6.793	19.029	0.02	0	-0.018
Si	9.464	9.399	19.172	-0.029	-0.005	-0.046
Si	23.088	-4.12	19.03	-0.017	0.011	-0.036
Si	25.795	-1.389	19.11	0.014	0.012	0.007
Si	12.195	1.231	19.007	-0.027	0.008	-0.034
Si	14.946	4.033	19.108	0.007	0.006	-0.005
Si	12.248	6.781	19.07	0.022	-0.009	0
Si	14.82	9.499	19.041	0.008	-0.027	-0.028
Si	12.2	-4.152	19.099	-0.002	-0.005	-0.005
Si	14.932	-1.447	19.044	-0.01	0.004	-0.021
Si	16.199	-0.004	20.405	-0.019	0.003	0.016
Si	18.98	2.762	20.319	-0.012	0.006	0.049
Si	16.274	5.444	20.486	0.003	0.016	0.052
Si	18.983	8.147	20.4	-0.004	-0.015	0.043
Si	16.239	10.829	20.334	0.006	-0.011	0.064
Si	18.959	-2.732	20.391	-0.003	0.01	0.035
Si	21.763	-0.063	20.279	-0.003	-0.025	0.07
Si	24.41	2.715	20.316	-0.011	0.009	0.066
Si	21.704	5.324	20.246	0.021	0.007	0.049
Si	24.439	8.063	20.485	-0.004	-0.009	0.031
Si	21.726	-5.469	20.404	0.021	-0.009	0.05
Si	24.425	-2.78	20.438	-0.005	-0.01	0.086
Si	10.901	-0.109	20.48	0.019	-0.025	0.01
Si	13.563	2.578	20.349	0.012	-0.012	0.057
Si	10.877	5.389	20.356	-0.016	0.016	0.023
Si	13.499	8.198	20.523	-0.019	0.041	0.02
Si	10.839	10.832	20.487	-0.009	-0.002	0.016
Si	13.618	-2.833	20.44	0.012	0.005	0.058
Si	17.869	-1.045	21.633	-0.317	-0.434	-0.653
Si	20.176	1.131	21.464	0.274	0.297	-0.783
Si	17.96	4.359	21.724	-0.205	-0.159	-0.768
Si	20.206	6.508	21.532	0.028	0.191	-0.696
Si	17.371	9.304	21.671	0.222	0.046	-0.717
Si	20.578	-3.846	21.647	-0.122	-0.171	-0.752
Si	22.81	-1.645	21.678	0.089	0.167	-0.767
Si	9.837	1.603	21.675	-0.108	-0.102	-0.69
Si	23.132	4.131	21.676	-0.101	-0.149	-0.714
Si	9.808	6.818	21.868	-0.329	-0.159	-0.625
Si	23.296	-6.642	21.724	-0.245	-0.154	-0.777
Si	25.441	-4.314	21.921	0.378	0.183	-0.674
Si	12.472	-1.331	21.805	-0.217	-0.056	-0.641
Si	14.574	1.02	21.789	0.146	0.077	-0.692
Si	12.081	3.827	21.603	0.08	0.109	-0.665
Si	15.152	7.098	21.772	-0.159	-0.218	-0.754
Si	11.86	9.268	21.939	0.328	0.24	-0.713
Si	15.009	-4.167	21.817	-0.127	0.003	-0.747
Si	12.244	4.937	-5.118	-0.133	0.01	0.012
Si	13.358	-1.597	-6.98	0.107	0.054	-0.057
Si	9.436	1.606	24.544	-0.057	0.04	-0.034
Si	13.504	-5.765	24.178	-0.082	0.068	-0.027
Si	11.891	2.893	25.476	-0.008	0.103	0.038
Si	6.456	-1.387	24.848	0.038	-0.061	-0.103
Si	10.176	-3.733	-3.216	0.061	-0.002	0.248
Si	19.27	-5.739	23.712	-0.059	0.048	-0.077
Si	9.228	7.823	-2.959	-0.008	0.066	0.166
Si	6.951	5.148	-5.501	-0.013	0.009	-0.006
Si	21.79	2.225	23.862	0.043	0.046	-0.226
Si	13.557	7.406	-4.237	-0.031	0.08	0.065
Si	17.284	4.037	24.739	0.066	0.02	-0.134
Si	20.072	4.445	-4.715	0.063	0	-0.016
Si	2.576	1.081	24.322	-0.047	-0.081	-0.202
Si	13.302	5.739	23.845	-0.032	0.09	-0.231
Si	15.363	-0.937	-4.569	-0.055	-0.02	0.055
Si	17.737	-4.475	25.758	0.041	-0.017	0.105
Si	19.629	-2.102	-7.034	0.04	0.08	-0.001
Si	-4.018	3.523	24.733	-0.057	-0.093	-0.108
Si	18.262	-0.173	-5.135	0.052	-0.126	-0.052
Si	21.441	-8.024	23.683	0.095	0.029	-0.14
Si	14.046	-6.605	-6.201	-0.027	0.062	0.063
Si	16.576	-2.356	23.909	-0.108	-0.045	-0.082
Si	-0.675	5.504	24.471	-0.058	0.04	-0.093
Si	15.802	-6.777	25.761	-0.081	-0.014	-0.008
Si	19.767	-4.104	-4.777	0.114	0.092	0.017
Si	22.036	1.977	-4.595	-0.059	0.166	0.099
Si	24.541	-2.781	-2.312	0.019	-0.018	0.154
Si	22.929	-4.595	-4.376	-0.116	-0.022	0.068
Si	10.634	-2.711	23.887	0.168	-0.044	0.005
Si	11.817	-7.27	-2.655	-0.042	-0.013	-0.061
Si	7.306	3.754	24.757	-0.091	0.01	-0.049
Si	22.349	6.24	-4.061	-0.111	-0.002	0.061
Si	20.077	-6.962	-4.29	0.193	0.056	0.033
Si	19.401	-2.528	-2.191	-0.052	0.003	0.12
Si	12.593	3.321	-2.734	0.003	0.041	0.056
Si	12.737	-4.848	-4.167	0.023	-0.014	-0.019
Si	14.066	-2.655	-2.338	-0.046	0.054	0.161
Si	17.319	3.951	-3.182	-0.071	0.1	0.11
Si	15.126	1.828	-3.187	0.038	-0.122	0.19
Si	16.401	6.714	-3.768	0.021	0.059	-0.036
Si	10.383	-1.773	-6.807	-0.121	0.028	0.032
Si	23.976	3.86	-3.005	-0.126	-0.054	0.124
Si	20.139	0.3	-2.832	-0.055	0.003	0.094
Si	16.437	-8.178	-6.498	0.003	-0.089	-0.068
Si	14.903	2.114	24.705	-0.018	-0.127	-0.169
Si	9.151	-0.912	25.837	0.035	-0.058	0.002
Si	18.66	7.887	-2.189	0.071	0.066	0.15
Si	22.013	7.953	-6.398	-0.152	0.048	0.007
Si	9.666	6.487	-5.594	-0.048	0.098	-0.049
Si	10.63	5.747	24.559	-0.033	-0.008	-0.113
Si	15.631	-0.673	26.035	0.018	0.089	-0.141
Si	10.052	1.741	-2.84	-0.059	0.018	0.008
Si	17.691	-1.357	5.397	-0.01	0.009	0.003
Si	20.413	1.351	5.373	0.003	0.001	0.005
Si	17.691	4.036	5.402	-0.009	-0.003	-0.005
Si	20.431	6.753	5.426	0.025	0.004	-0.01
Si	17.698	9.478	5.466	-0.001	0	0.018
Si	20.417	-4.113	5.458	0.005	-0.016	0.008
Si	23.084	-1.321	5.445	-0.022	0.002	0
Si	25.787	1.381	5.488	-0.008	-0.013	0
Si	23.051	4.084	5.41	-0.013	0.013	-0.004
Si	25.781	6.796	5.477	-0.002	0	0.01
Si	23.101	-6.793	5.442	0.006	0.016	0.006
Si	25.811	-4.034	5.445	0.023	0.01	-0.006
Si	12.258	-1.441	5.353	0.006	-0.006	-0.003
Si	14.996	1.266	5.407	0.011	-0.005	0.003
Si	12.238	3.958	5.416	-0.007	0.014	0.024
Si	14.993	6.718	5.418	0.007	-0.005	0.013
Si	12.248	9.476	5.418	0.013	0.001	0.013
Si	14.963	-4.104	5.424	-0.004	-0.004	0.011
Si	19.048	-0.004	6.761	0.013	-0.005	-0.012
Si	21.721	2.715	6.785	-0.002	-0.004	-0.015
Si	19.041	5.402	6.776	0.002	-0.004	-0.014
Si	21.755	-8.178	6.798	0	-0.01	-0.001
Si	19.046	-5.467	6.814	0.002	0.001	-0.008
Si	21.746	-2.712	6.803	-0.004	0	-0.004
Si	24.444	0.008	6.835	0.014	0.004	-0.004
Si	27.159	2.757	6.831	-0.001	-0.002	-0.006
Si	24.414	5.431	6.808	-0.004	0.011	-0.009
Si	27.121	-8.141	6.86	0.013	0.002	-0.01
Si	24.45	-5.412	6.802	-0.014	-0.005	-0.012
Si	27.18	-2.699	6.832	0.018	-0.004	-0.014
Si	13.611	-0.09	6.746	0.007	0	-0.001
Si	16.326	2.671	6.761	-0.009	-0.002	-0.004
Si	13.595	5.364	6.752	-0.006	-0.007	-0.012
Si	16.326	8.099	6.793	-0.004	0.003	-0.011
Si	13.602	-5.476	6.778	-0.006	0.004	-0.004
Si	16.323	-2.727	6.766	-0.007	0.006	-0.011
Si	17.679	1.331	8.14	0.009	0.012	-0.004
Si	20.372	4.055	8.166	0.007	0.006	0.004
Si	17.681	6.753	8.153	-0.003	0.009	0.002
Si	20.391	-6.831	8.17	-0.009	0.005	-0.003
Si	17.666	-4.098	8.14	0.003	-0.009	-0.007
Si	20.373	-1.367	8.154	-0.011	-0.006	0
Si	23.08	1.371	8.172	-0.002	-0.003	-0.002
Si	25.792	4.101	8.185	0.001	-0.003	0.002
Si	23.089	6.796	8.184	0	0.003	0.003
Si	25.778	-6.771	8.2	0.005	-0.013	0.008
Si	23.097	-4.067	8.173	0.003	0.012	-0.002
Si	25.813	-1.344	8.187	-0.013	0.002	0
Si	12.236	1.271	8.104	-0.023	-0.009	0
Si	14.952	4.018	8.124	0.001	0.003	-0.005
Si	12.237	6.733	8.108	0.011	0	0.005
Si	14.952	-6.851	8.134	-0.003	-0.007	0.004
Si	12.239	-4.126	8.134	0.013	-0.001	0.003
Si	14.955	-1.409	8.148	-0.001	-0.001	0
Si	16.308	-0.033	9.498	-0.004	-0.005	-0.001
Si	19.011	2.695	9.523	-0.005	-0.002	-0.001
Si	16.298	5.392	9.495	0.003	-0.01	-0.007
Si	19.02	-8.191	9.522	0.011	-0.004	-0.001
Si	16.305	-5.475	9.494	0.001	0.014	-0.007
Si	19.014	-2.737	9.511	-0.008	0.009	0
Si	21.726	-0.005	9.524	0.001	0.004	-0.007
Si	24.442	2.727	9.54	-0.007	-0.002	-0.003
Si	21.725	5.426	9.529	-0.004	0.004	0
Si	24.435	-8.152	9.551	-0.013	0.004	-0.002
Si	21.737	-5.448	9.523	0	-0.01	-0.005
Si	24.454	-2.712	9.539	0.015	-0.011	-0.005
Si	10.868	-0.072	9.469	0.012	-0.009	0.004
Si	13.582	2.654	9.471	0.001	0.008	-0.008
Si	10.872	5.367	9.46	-0.001	0	0.005
Si	13.582	8.103	9.482	-0.01	-0.002	0.003
Si	10.873	-5.503	9.474	-0.004	0.006	-0.004
Si	13.589	-2.77	9.505	0.001	-0.004	0.005
Si	17.65	-1.391	10.875	-0.002	0	0.007
Si	20.366	1.342	10.891	-0.003	-0.005	-0.002
Si	17.641	4.046	10.878	0	0.006	0.008
Si	20.368	-9.542	10.893	0.002	-0.008	0.004
Si	17.654	-6.828	10.873	-0.003	-0.001	0.003
Si	20.368	-4.098	10.877	0.001	-0.004	-0.006
Si	23.086	-1.36	10.892	-0.005	0.005	-0.001
Si	25.803	1.374	10.906	-0.001	0.002	-0.003
Si	23.085	4.08	10.901	0	0.007	-0.001
Si	25.803	-9.5	10.91	0.01	0.006	0.003
Si	23.078	-6.799	10.907	0.002	0.002	0.006
Si	25.806	-4.063	10.908	-0.011	-0.003	0.003
Si	12.217	-1.414	10.857	-0.008	-0.001	0.01
Si	14.932	1.314	10.857	0.004	0.004	0.002
Si	12.225	4.016	10.836	-0.001	-0.002	-0.002
Si	14.935	6.751	10.856	0.007	0.002	0.001
Si	12.221	9.457	10.848	0.007	-0.001	0.004
Si	14.942	-4.131	10.866	-0.006	-0.006	0.002
Si	19.004	-0.029	12.24	0.002	0.008	-0.003
Si	21.723	2.708	12.25	0	-0.002	-0.007
Si	18.996	5.416	12.238	0.003	0.006	-0.009
Si	21.719	-8.171	12.257	-0.005	-0.001	-0.002
Si	19.009	-5.461	12.241	0.008	0.008	-0.003
Si	21.728	-2.739	12.24	-0.004	-0.003	-0.009
Si	24.444	-0.002	12.258	0	-0.009	-0.001
Si	27.168	2.742	12.261	0.004	0	-0.004
Si	24.444	5.446	12.261	-0.006	-0.004	-0.008
Si	27.166	-8.136	12.266	0	-0.005	-0.001
Si	24.448	-5.437	12.257	0.005	-0.002	-0.003
Si	27.169	-2.697	12.259	0.011	-0.008	-0.006
Si	13.568	-0.045	12.221	0	-0.004	-0.005
Si	16.273	2.682	12.229	-0.002	-0.002	0
Si	13.566	5.387	12.212	-0.002	-0.008	-0.004
Si	16.281	8.126	12.222	-0.001	-0.001	0.001
Si	13.576	-5.5	12.214	0.001	0.002	-0.004
Si	16.287	-2.758	12.231	0.002	0	-0.002
Si	17.633	1.327	13.59	0.003	-0.01	0.008
Si	20.354	4.064	13.6	-0.009	0.003	0
Si	17.635	6.777	13.593	0.008	-0.006	0
Si	20.36	-6.816	13.617	0	-0.008	0.007
Si	17.639	-4.112	13.602	-0.002	0.001	0.006
Si	20.363	-1.393	13.596	0.003	-0.004	0
Si	23.079	1.35	13.615	-0.005	0.009	0.005
Si	25.81	4.096	13.624	-0.001	0.002	0.005
Si	23.085	-9.518	13.62	0.005	0.002	0.009
Si	25.808	-6.782	13.627	-0.01	0.007	0.008
Si	23.084	-4.091	13.614	0	0.002	0.002
Si	25.802	-1.36	13.625	0.001	-0.009	0.009
Si	12.204	1.302	13.593	-0.001	0.011	-0.001
Si	14.905	4.031	13.593	0.002	0.006	0.008
Si	12.21	6.739	13.588	0.004	0.004	0.005
Si	14.917	9.467	13.6	0.001	-0.001	0.01
Si	12.215	-4.142	13.567	0.004	-0.007	0.003
Si	14.919	-1.402	13.589	-0.012	0.004	0.007
Si	16.271	-0.032	14.95	0.005	0.007	0.002
Si	18.99	2.694	14.945	0.007	0.005	0.002
Si	16.263	5.411	14.934	0.007	0.005	0
Si	18.979	8.148	14.965	-0.002	0.002	0.005
Si	16.273	-5.481	14.957	-0.002	0.003	0.004
Si	18.999	-2.747	14.96	0.002	0.003	0.002
Si	21.721	-0.036	14.957	-0.002	-0.003	0.003
Si	24.451	2.712	14.964	-0.002	-0.004	-0.002
Si	21.709	5.434	14.956	-0.001	-0.003	0
Si	24.45	-8.152	14.979	0.006	-0.003	0.002
Si	21.739	-5.466	14.975	-0.005	-0.004	0.003
Si	24.45	-2.745	14.982	-0.005	-0.005	0.005
Si	10.849	-0.066	14.962	-0.003	-0.006	0.004
Si	13.541	2.674	14.968	-0.006	0.002	0.01
Si	10.863	5.379	14.969	0.003	0.001	-0.001
Si	13.549	8.106	14.966	-0.002	-0.002	0.003
Si	10.854	10.825	14.929	0.008	-0.003	0.003
Si	13.556	-2.777	14.937	0.001	-0.003	0.008
Si	34.175	-1.733	-0.136	-0.122	0.32	0.692
Si	36.902	1.061	-0.102	-0.198	0.309	0.715
Si	33.557	4.717	-0.017	0.242	-0.363	0.657
Si	36.939	6.781	0.112	-0.178	0.056	0.702
Si	33.538	-6.615	0.269	0.183	0.111	0.593
Si	36.445	-3.925	-0.009	0.222	-0.109	0.737
Si	39.274	-1.048	0.048	0.152	-0.178	0.704
Si	42.592	1.233	-0.07	-0.249	0.172	0.612
Si	39.072	4.469	0.01	0.165	-0.101	0.71
Si	-23.259	7.281	0.196	0.091	-0.317	0.674
Si	-25.599	9.294	0.324	0.003	0.181	0.739
Si	26.01	-4.268	0.1	-0.143	0.19	0.738
Si	28.343	-1.147	0.283	0.088	0.039	0.733
Si	30.806	1.984	0.101	-0.008	-0.052	0.691
Si	28.592	4.131	0.45	0.062	-0.03	0.453
Si	31.203	6.844	0.256	-0.193	0.212	0.68
Si	28.342	-6.326	0.327	-0.022	-0.226	0.69
Si	31.528	-4.248	0.048	-0.243	0.106	0.696
Si	35.263	-0.021	1.181	-0.01	-0.04	-0.066
Si	37.942	2.799	1.224	0.005	-0.022	-0.05
Si	35.268	5.634	1.33	0.016	0.001	-0.041
Si	-27.179	8.171	1.578	0.003	-0.008	-0.029
Si	35.281	-5.439	1.368	-0.018	0.008	-0.024
Si	38.057	-2.689	1.258	-0.022	-0.03	-0.045
Si	40.882	0.151	1.263	0.037	-0.001	-0.055
Si	27.174	2.643	1.443	-0.04	-0.038	-0.036
Si	-24.476	5.532	1.27	-0.031	0.004	-0.074
Si	27.248	-8.174	1.365	0	0.009	-0.075
Si	-24.428	-5.348	1.444	0.037	0.012	-0.079
Si	27.082	-2.662	1.495	0.012	-0.031	-0.054
Si	29.898	0.182	1.398	0.017	-0.002	-0.036
Si	32.558	2.972	1.303	0.03	0.019	-0.062
Si	29.893	5.565	1.671	0.032	0.013	-0.044
Si	32.367	-8.002	1.659	0.007	-0.032	-0.038
Si	29.895	-5.17	1.558	0.06	-0.005	-0.044
Si	32.665	-2.704	1.374	-0.006	-0.008	-0.038
Si	33.936	1.445	2.542	0.004	0.005	-0.004
Si	36.594	4.141	2.647	0.024	0.024	0.013
Si	33.936	6.95	2.79	-0.029	-0.014	0.023
Si	-28.598	9.598	2.768	-0.021	0.01	0.001
Si	33.983	-4.048	2.786	0.013	-0.003	0.019
Si	36.667	-1.314	2.631	-0.012	-0.01	0.017
Si	39.434	1.504	2.596	-0.028	-0.026	0.01
Si	-23.124	4.166	2.649	-0.009	-0.01	-0.003
Si	-25.806	6.786	2.824	0.054	-0.02	0.042
Si	-23.229	-6.645	3.007	-0.036	0.025	0.054
Si	-25.863	-3.978	2.694	-0.002	-0.003	0.022
Si	25.741	-1.231	2.72	-0.036	0.025	-0.005
Si	28.535	1.381	2.864	0.021	0.02	0.023
Si	31.318	4.193	2.884	0	-0.014	0.035
Si	28.504	6.923	2.912	-0.003	0.02	0.035
Si	31.092	-6.622	2.969	-0.021	-0.004	0.024
Si	28.509	-3.89	2.883	-0.024	0.008	0.05
Si	31.289	-1.255	2.664	-0.033	-0.025	0.007
Si	32.635	0.103	4.019	0.021	0.008	-0.004
Si	35.283	2.761	4.008	-0.025	0.003	0.016
Si	32.662	5.554	4.198	-0.001	0.014	0.005
Si	-29.954	8.262	4.145	-0.009	-0.003	0.004
Si	32.605	-5.337	4.197	0.013	0.023	0
Si	35.354	-2.644	4.082	0.013	-0.013	-0.006
Si	38.064	0.09	3.961	-0.007	-0.002	-0.031
Si	-24.503	2.812	4.027	0.001	0.007	0.001
Si	-27.26	5.438	4.072	0.003	-0.012	-0.017
Si	-24.561	-8.11	4.233	-0.004	0.002	0.005
Si	-27.221	-5.34	4.082	0.021	-0.008	0.012
Si	-24.506	-2.61	4.061	0.038	-0.023	-0.007
Si	27.144	0.02	4.153	0.01	0	-0.013
Si	29.905	2.794	4.159	0.006	-0.007	-0.01
Si	27.125	5.44	4.109	0	-0.009	-0.029
Si	29.826	-8.061	4.288	0.016	0.003	0.014
Si	27.164	-5.413	4.098	0.011	-0.033	-0.036
Si	29.924	-2.548	4.142	0.022	0.015	0.003
Si	33.996	-1.305	16.314	0.004	0.016	0
Si	36.752	1.447	16.309	0	0.011	-0.014
Si	34.028	4.163	16.299	0.011	0.008	-0.009
Si	-28.522	6.874	16.309	0.002	-0.004	-0.005
Si	33.999	-6.714	16.316	-0.004	0.007	-0.001
Si	36.708	-4.006	16.326	-0.003	-0.004	-0.004
Si	39.471	-1.26	16.333	0.003	0.002	0
Si	25.817	1.353	16.326	0.007	0.006	-0.008
Si	-25.808	4.158	16.35	0.011	0.011	-0.006
Si	25.82	-9.482	16.351	-0.004	0.014	-0.004
Si	-25.835	-6.718	16.31	-0.003	-0.001	-0.005
Si	25.801	-4.099	16.373	-0.001	0	-0.01
Si	28.514	-1.365	16.349	0.002	-0.007	0.003
Si	31.247	1.396	16.31	-0.015	-0.005	-0.005
Si	28.526	4.121	16.349	-0.001	-0.002	0
Si	31.24	-9.459	16.344	-0.007	0	0
Si	28.527	-6.762	16.363	0.007	0.001	-0.01
Si	31.229	-4.076	16.321	0.002	-0.029	-0.001
Si	35.37	0.098	17.629	-0.005	-0.023	-0.005
Si	38.135	2.768	17.701	-0.017	-0.025	-0.008
Si	35.43	5.497	17.661	-0.006	0.001	0.004
Si	-27.177	8.241	17.682	0.01	0.002	0
Si	35.375	-5.383	17.706	0.007	-0.007	-0.003
Si	38.084	-2.622	17.641	-0.004	-0.001	0.001
Si	40.807	0.108	17.741	-0.012	-0.003	-0.012
Si	27.167	2.728	17.68	0.002	0.001	-0.001
Si	-24.456	5.531	17.717	-0.003	-0.022	0.017
Si	27.18	-8.118	17.74	-0.012	0.012	-0.018
Si	-24.46	-5.358	17.645	-0.005	0.014	0.009
Si	27.149	-2.73	17.735	0.012	-0.018	-0.025
Si	29.891	0.011	17.666	0	0.011	0.01
Si	32.631	2.797	17.593	0.02	-0.003	-0.027
Si	29.858	5.512	17.719	-0.009	0.019	-0.003
Si	32.615	-8.061	17.647	-0.001	0.001	-0.002
Si	29.853	-5.39	17.744	0.006	0.008	0.005
Si	32.638	-2.732	17.612	-0.006	0	-0.028
Si	33.981	1.459	18.942	0.027	-0.005	-0.012
Si	36.802	4.13	19.045	-0.014	0.014	-0.02
Si	34.053	-9.4	18.912	0.021	0.011	-0.046
Si	36.75	-6.744	19.07	-0.002	-0.002	-0.011
Si	34.004	-4.008	19.031	-0.006	0.008	-0.008
Si	36.767	-1.209	18.986	0.018	0.009	-0.04
Si	39.478	1.462	19.156	-0.013	0.014	0.005
Si	25.775	4.111	18.99	-0.006	0.009	-0.033
Si	-25.814	6.922	19.075	0.011	-0.001	-0.025
Si	25.869	-6.832	19.215	-0.005	0.027	0
Si	39.43	-4.001	18.978	-0.013	0.004	-0.036
Si	42.155	-1.25	19.104	0.033	-0.016	0
Si	28.526	1.357	19.038	-0.024	-0.008	-0.018
Si	31.298	4.143	18.957	-0.002	-0.011	-0.021
Si	28.501	-9.457	19.139	0.018	-0.013	-0.017
Si	31.257	-6.737	19.062	0.003	-0.003	-0.029
Si	28.452	-4.077	19.158	-0.003	-0.033	-0.006
Si	31.266	-1.416	18.943	-0.034	-0.009	-0.018
Si	32.664	-0.032	20.183	0.021	0.002	0.033
Si	35.35	2.785	20.332	-0.001	0.007	0.03
Si	32.691	5.551	20.194	0.019	0.004	0.068
Si	35.36	-8.107	20.393	-0.011	0.001	0.047
Si	32.637	-5.343	20.402	-0.017	-0.015	0.047
Si	35.389	-2.579	20.281	-0.007	0.007	0.038
Si	38.074	0.1	20.498	-0.026	-0.011	0.066
Si	40.918	2.836	20.458	0.013	0	0.072
Si	38.145	5.509	20.441	0.003	-0.005	0.051
Si	-24.358	8.278	20.378	0.003	-0.019	0.046
Si	38.125	-5.37	20.392	0.008	0.014	0.051
Si	40.724	-2.624	20.378	0.001	-0.006	0.055
Si	27.144	-0.015	20.464	0.007	0.01	0.042
Si	29.99	2.754	20.294	0.018	-0.019	0.024
Si	27.077	5.474	20.421	-0.019	0.014	0.08
Si	29.917	-8.109	20.483	0.012	0.004	0.045
Si	27.181	-5.437	20.695	0.006	-0.006	0.028
Si	29.867	-2.662	20.39	0.017	0.005	0.048
Si	34.257	-1.011	21.605	-0.08	-0.155	-0.755
Si	36.431	1.266	21.742	0.201	0.076	-0.625
Si	34.157	4.379	21.546	-0.023	-0.162	-0.667
Si	36.425	-9.772	21.67	0.127	0.099	-0.684
Si	33.768	-6.947	21.687	0.198	0.192	-0.748
Si	36.892	-3.775	21.582	-0.065	-0.136	-0.735
Si	39.122	-1.592	21.779	0.145	0.217	-0.716
Si	26.055	1.708	21.627	-0.269	-0.357	-0.584
Si	39.905	4.54	21.717	-0.184	-0.091	-0.735
Si	25.382	6.367	21.864	0.234	0.203	-0.731
Si	39.792	-6.459	21.663	-0.129	-0.074	-0.702
Si	41.936	-4.191	21.591	0.112	0.108	-0.727
Si	28.798	-1.064	21.76	-0.204	-0.234	-0.67
Si	31.094	1.058	21.468	0.028	0.221	-0.711
Si	28.388	3.898	21.512	0.176	0.233	-0.653
Si	31.621	-9.259	21.593	-0.205	-0.071	-0.707
Si	28.943	-6.522	21.93	-0.361	-0.214	-0.646
Si	31.066	-4.162	21.703	0.233	0.12	-0.721
Si	30.39	-7.146	-7.074	0.066	-0.047	-0.164
Si	29.255	-6.724	-4.49	0.019	0.078	0.088
Si	23.307	-0.42	24.51	-0.066	0.033	-0.005
Si	-26.807	-2.868	-6.693	-0.179	0.005	-0.083
Si	28.174	4.505	24.381	0.006	-0.004	-0.028
Si	26.003	0.121	26.006	0.008	-0.04	-0.094
Si	28.819	-3.892	-4.462	-0.069	-0.01	-0.038
Si	-30.625	5.627	25.377	0.011	-0.144	-0.004
Si	22.578	-7.137	-2.873	-0.035	0.079	0.11
Si	29.587	2.928	-4.216	-0.039	0.069	0.109
Si	-26.133	4.261	24.675	0.071	0.009	-0.099
Si	-31.597	5.433	-2.946	-0.011	-0.075	0.148
Si	32.653	2.554	23.648	0.069	0.071	-0.111
Si	-27.37	-7.214	-4.634	0.196	-0.098	-0.006
Si	26.618	7.161	-2.498	-0.051	0.062	0.084
Si	30.696	3.931	25.703	0.029	0.059	-0.054
Si	-31.707	-2.698	-5.725	-0.035	0.108	0.024
Si	-30.318	-5.027	23.811	-0.043	0.057	-0.187
Si	28.438	-6.265	24.829	0.135	-0.041	-0.007
Si	16.812	6.865	26.035	-0.019	-0.192	-0.164
Si	-29.242	0.847	-3.117	0.002	0.011	0.111
Si	-26.221	-6.944	24.6	-0.022	-0.038	-0.083
Si	19.644	2.368	26.053	-0.054	-0.063	-0.209
Si	-32.436	-2.735	23.843	-0.001	-0.061	-0.152
Si	26.549	1.818	-6.285	0.052	0.14	0.119
Si	31.856	6.44	24.438	0.023	-0.11	-0.105
Si	29.429	-1.284	-4.508	-0.045	0.001	0.099
Si	25.685	2.58	24.46	0.088	-0.097	-0.173
Si	-24.449	-4.129	-2.754	0.114	-0.074	0.031
Si	-27.06	-5.487	-1.974	0.027	0.006	0.038
Si	26.323	-4.088	24.839	-0.145	0.023	-0.13
Si	29.486	-7.899	-1.837	0.077	-0.1	0.091
Si	26.287	6.573	24.897	-0.106	-0.13	-0.087
Si	-25.757	3.633	-2.962	0.079	0.108	0.047
Si	-26.06	6.224	-4.525	-0.097	0.016	0.023
Si	29.878	-2.689	-2.03	0.161	0.037	-0.074
Si	28.085	6.148	-4.635	0.005	0.087	-0.002
Si	31.81	1.463	-2.774	0.046	0.105	0.093
Si	-29.073	-3.965	-5.566	0.005	-0.065	-0.046
Si	28.242	-1.7	24.831	0.002	0.037	-0.175
Si	31.046	5.693	-4.462	0.039	0.056	-0.07
Si	-30.28	8.061	-1.923	0.02	-0.134	0.097
Si	26.589	-2.155	-4.534	0.12	-0.13	0.006
Si	-31.182	2.89	-4.193	0.028	-0.005	0.014
Si	-31.78	-1.003	-3.119	0.162	-0.108	0.118
Si	24.131	4.571	25.897	0.078	-0.009	0.059
Si	-32.176	-5.754	-6.254	0.07	0.073	-0.039
Si	29.239	0.964	-6.478	-0.001	-0.075	-0.03
Si	-30.036	-6.476	-4.356	-0.043	-0.046	-0.093
Si	-26.459	0.884	-4.101	0.036	-0.023	0.092
Si	26.577	-7.672	-4.795	-0.11	-0.074	0.01
Si	-25.609	-5.59	-6.77	-0.103	0.063	0.062
Si	-26.302	0.158	-7.015	-0.073	-0.019	-0.031
Si	26.713	2.635	-3.232	0.031	-0.272	0.152
Si	33.983	-1.263	5.412	-0.01	0.002	-0.001
Si	36.693	1.425	5.364	0.011	-0.004	-0.014
Si	33.997	4.119	5.47	0.011	-0.012	0.004
Si	-28.585	6.851	5.445	0.021	-0.002	-0.014
Si	33.972	9.604	5.518	-0.011	0	0.014
Si	-28.574	-3.99	5.456	-0.009	-0.005	0.005
Si	-25.882	-1.252	5.399	-0.017	0.004	-0.008
Si	-23.178	1.438	5.441	0.001	0.014	-0.007
Si	-25.872	4.123	5.437	0	0.004	0.011
Si	-23.144	6.853	5.516	0.003	0.002	0.007
Si	-25.925	-6.715	5.508	-0.004	0.001	-0.001
Si	-23.165	-3.947	5.496	-0.004	0.012	0.005
Si	28.532	-1.281	5.524	0.016	0.01	0.015
Si	31.275	1.408	5.459	-0.011	-0.014	0.004
Si	28.52	4.136	5.491	0.007	0.014	-0.001
Si	31.259	6.882	5.538	0.012	0.002	0.012
Si	28.461	-6.711	5.573	-0.025	0.002	0.024
Si	31.249	-3.951	5.507	-0.02	-0.018	-0.003
Si	35.35	0.081	6.775	0.01	-0.003	-0.009
Si	-27.236	2.762	6.782	0.012	-0.002	-0.008
Si	-29.926	5.488	6.822	0.003	-0.02	-0.003
Si	-27.262	-8.099	6.842	-0.002	0.017	-0.004
Si	-29.932	-5.346	6.836	0.009	-0.002	-0.006
Si	-27.211	-2.623	6.796	0.002	-0.007	-0.008
Si	-24.531	0.083	6.801	0.001	-0.003	-0.008
Si	-21.802	2.766	6.841	0.008	0	-0.01
Si	-24.526	5.487	6.83	-0.004	0.008	-0.008
Si	-21.766	-8.099	6.851	0.012	-0.005	-0.002
Si	-24.515	-5.353	6.826	0.003	-0.005	-0.009
Si	-21.786	-2.619	6.853	-0.005	-0.012	-0.008
Si	29.906	0.079	6.851	-0.015	0.002	-0.008
Si	32.623	2.771	6.825	-0.001	0.012	-0.009
Si	29.885	5.494	6.853	-0.002	0.008	-0.006
Si	32.624	8.237	6.878	-0.008	-0.006	0
Si	29.886	-5.346	6.856	0.004	0.003	-0.007
Si	32.631	-2.602	6.829	-0.005	0.002	-0.007
Si	33.996	1.421	8.173	-0.006	0.001	-0.009
Si	-28.564	4.134	8.172	0.008	0.017	-0.005
Si	33.988	6.846	8.193	-0.007	0.012	-0.01
Si	-28.6	-6.727	8.199	-0.015	-0.015	0.002
Si	33.979	-3.987	8.182	0.003	-0.002	-0.007
Si	-28.583	-1.279	8.156	0.006	0.004	0.005
Si	-25.88	1.429	8.17	-0.017	-0.016	0.002
Si	-23.15	4.14	8.19	-0.009	-0.005	-0.009
Si	-25.87	6.869	8.182	0.003	0.002	0.003
Si	-23.143	-6.722	8.178	0.009	-0.002	-0.002
Si	-25.867	-3.989	8.178	0.002	0.005	-0.005
Si	-23.157	-1.262	8.182	0.016	0.006	-0.001
Si	28.529	1.418	8.201	0.019	0.001	0.004
Si	31.255	4.124	8.19	-0.007	-0.011	0
Si	28.518	6.844	8.206	0.001	0	0.005
Si	31.246	-6.723	8.205	0.007	0.002	-0.001
Si	28.527	-4.024	8.225	-0.005	-0.003	0.006
Si	31.261	-1.283	8.207	-0.003	-0.001	0.002
Si	32.632	0.074	9.55	0.005	-0.002	-0.004
Si	-29.932	2.785	9.536	0.002	-0.005	0
Si	32.619	5.488	9.544	0.004	-0.005	-0.004
Si	-29.949	-8.097	9.551	0.002	0.002	0.003
Si	32.619	-5.36	9.542	-0.008	0.002	-0.001
Si	-29.933	-2.638	9.535	-0.007	-0.003	-0.005
Si	-27.227	0.069	9.532	0.005	-0.001	0.006
Si	-24.509	2.782	9.535	-0.001	0.003	-0.001
Si	-27.218	5.503	9.539	0.003	-0.01	0.007
Si	-24.497	-8.09	9.533	-0.001	-0.003	0.004
Si	-27.22	-5.364	9.535	-0.003	-0.007	0.001
Si	-24.5	-2.639	9.538	0.003	-0.004	-0.004
Si	27.171	0.03	9.543	0.014	-0.01	-0.01
Si	29.895	2.771	9.558	-0.009	0.012	0.001
Si	27.158	5.466	9.547	-0.003	0.008	-0.003
Si	29.888	-8.108	9.549	-0.005	0.002	-0.001
Si	27.162	-5.416	9.549	0.015	-0.003	-0.004
Si	29.897	-2.656	9.559	0.009	-0.008	0.002
Si	33.987	-1.291	10.905	-0.004	-0.001	0.001
Si	-28.575	1.429	10.899	0.003	-0.005	0.001
Si	-31.293	4.139	10.904	-0.002	0.001	-0.002
Si	-28.578	-9.454	10.898	-0.012	0.01	-0.004
Si	-31.309	-6.733	10.899	-0.011	-0.01	-0.001
Si	-28.58	-4.006	10.894	-0.005	0.002	-0.001
Si	-25.86	-1.282	10.894	-0.006	0	0
Si	-23.133	1.435	10.891	0.009	-0.007	-0.001
Si	-25.85	4.15	10.895	0.008	0.005	0.001
Si	-23.123	-9.448	10.888	0.002	0.001	-0.006
Si	-25.854	-6.725	10.891	0.003	0.01	0.003
Si	-23.136	-4.002	10.894	0.004	-0.005	-0.003
Si	28.53	-1.313	10.917	0.002	0.004	0.004
Si	31.264	1.418	10.914	0.002	-0.005	0.002
Si	28.527	4.119	10.913	0.009	-0.005	0.006
Si	31.254	6.847	10.899	0.007	-0.004	-0.005
Si	28.524	-6.766	10.912	-0.004	0.001	0.012
Si	31.253	-4.022	10.91	-0.002	0.001	0.003
Si	35.352	0.066	12.263	-0.005	0.001	-0.005
Si	-27.205	2.79	12.249	-0.004	0.001	-0.007
Si	-29.934	5.509	12.26	0.004	-0.001	-0.002
Si	-27.212	-8.091	12.248	-0.004	-0.016	-0.005
Si	-29.94	-5.374	12.251	-0.006	-0.006	-0.002
Si	-27.214	-2.648	12.249	0.002	-0.01	-0.008
Si	-24.488	0.076	12.246	0.004	0.003	-0.003
Si	-21.761	2.793	12.239	-0.001	0.002	-0.002
Si	-24.476	5.509	12.245	0.002	-0.005	-0.002
Si	-21.759	-8.094	12.253	0.003	-0.006	0
Si	-24.493	-5.364	12.251	0	-0.003	0.001
Si	-21.763	-2.65	12.245	0.005	0	0.001
Si	29.899	0.048	12.267	0.005	0.004	-0.005
Si	32.627	2.781	12.268	0.002	-0.001	-0.002
Si	29.895	5.486	12.264	-0.004	0.013	-0.004
Si	32.615	8.214	12.251	-0.012	0.006	-0.004
Si	29.891	-5.398	12.259	0.008	0.002	-0.004
Si	32.618	-2.658	12.254	0.001	-0.005	-0.01
Si	33.994	1.422	13.621	0.005	-0.006	0.01
Si	-28.552	4.158	13.604	-0.003	-0.006	0
Si	-31.298	6.871	13.617	-0.006	0.007	-0.002
Si	-28.571	-6.73	13.607	-0.003	0.006	0.004
Si	33.975	-4.017	13.607	-0.016	0.01	0.006
Si	36.72	-1.291	13.617	0.003	-0.007	0.005
Si	-25.836	1.442	13.607	0	0.005	0.002
Si	-23.11	4.15	13.604	0.009	-0.001	0.006
Si	-25.837	-9.45	13.594	0.009	0.003	-0.002
Si	-23.121	-6.723	13.6	-0.002	0.005	0.003
Si	-25.852	-3.999	13.608	-0.009	0.005	0.004
Si	-23.118	-1.28	13.595	0.004	-0.007	0.003
Si	28.53	1.392	13.627	0.005	-0.002	0.005
Si	31.263	4.135	13.626	0.002	-0.003	0.002
Si	28.53	-9.485	13.627	0.004	0.005	0.011
Si	31.25	9.557	13.612	0.009	-0.012	0.004
Si	28.525	-4.054	13.621	0.001	-0.003	0.007
Si	31.254	-1.318	13.623	-0.001	0.004	0.007
Si	32.624	0.049	14.963	0	-0.008	-0.004
Si	35.377	2.794	14.952	0.005	0.006	-0.001
Si	32.621	5.514	14.979	0.001	-0.005	0.01
Si	-29.922	8.226	14.972	0.003	-0.001	0.009
Si	32.614	-5.394	14.952	-0.011	-0.001	-0.002
Si	35.348	-2.661	14.955	-0.005	-0.009	0
Si	38.097	0.075	14.962	-0.002	-0.006	0
Si	-24.472	2.801	14.968	-0.009	-0.013	0.004
Si	-27.172	5.504	14.965	-0.005	0.001	0.004
Si	-24.485	-8.087	14.948	-0.007	-0.006	0.002
Si	-27.211	-5.364	14.964	0.005	0.001	0.003
Si	-24.482	-2.629	14.95	0.004	0.004	0.005
Si	27.175	0.001	14.971	0.002	0.008	-0.005
Si	29.889	2.772	14.975	-0.001	0.002	-0.003
Si	27.167	5.471	14.983	0.006	-0.003	0
Si	29.883	-8.111	14.982	-0.001	0.007	0.002
Si	27.169	-5.419	14.988	0.009	-0.003	-0.002
Si	29.886	-2.693	14.974	0.002	-0.004	0
Si	-14.732	-1.83	0.12	-0.064	0.256	0.699
Si	-12.056	1.153	0.08	-0.32	0.298	0.628
Si	-15.194	4.325	0.216	0.359	-0.22	0.591
Si	-11.763	6.552	-0.128	-0.383	0.18	0.687
Si	-15.237	-6.334	0.037	0.072	-0.32	0.705
Si	-12.393	-3.947	0.142	0.16	-0.079	0.627
Si	-9.824	-1.131	0.076	0.405	-0.367	0.67
Si	-6.743	1.067	0.043	-0.109	0.272	0.658
Si	-9.643	4.255	0.127	0.07	-0.206	0.718
Si	-6.866	6.85	0.333	0.018	0.019	0.428
Si	-9.022	-7.231	0.027	-0.067	0.112	0.735
Si	-22.812	-4.352	0.002	-0.207	0.247	0.624
Si	-20.383	-0.897	0.396	-0.082	-0.231	0.547
Si	-17.79	1.578	0.446	0.152	-0.09	0.676
Si	-19.899	3.904	0.132	-0.437	0.214	0.659
Si	-17.47	6.605	0.285	-0.259	0.366	0.688
Si	-20.651	-6.6	0.498	0.14	-0.007	0.628
Si	-17.626	-4.312	0.2	-0.047	0.191	0.633
Si	-13.672	-0.042	1.304	-0.041	-0.031	-0.051
Si	-10.88	2.714	1.394	0.007	0.017	-0.044
Si	-13.472	5.525	1.239	0.044	0.002	-0.056
Si	-10.751	8.111	1.313	-0.004	0.021	-0.082
Si	-13.625	-5.414	1.455	-0.008	0.013	-0.052
Si	-10.859	-2.747	1.41	-0.014	-0.015	-0.038
Si	-8.199	-0.094	1.412	-0.001	-0.002	-0.004
Si	-21.682	2.854	1.313	0.035	-0.015	-0.054
Si	-8.214	5.424	1.556	-0.012	-0.004	-0.03
Si	-21.888	-8.041	1.789	-0.048	-0.03	-0.044
Si	-8.07	-5.51	1.344	-0.006	-0.01	-0.08
Si	-21.722	-2.639	1.3	0.018	0.019	-0.041
Si	-18.983	0.173	1.834	0.005	-0.003	-0.007
Si	-16.236	2.788	1.627	-0.007	0.03	-0.027
Si	-19.04	5.517	1.573	-0.01	0.008	-0.082
Si	-16.275	-8.027	1.355	0.013	0.04	-0.052
Si	-19.029	-5.439	1.637	0.004	0.003	-0.026
Si	-16.374	-2.771	1.48	-0.024	-0.007	-0.041
Si	-14.903	1.314	2.806	0.031	-0.021	0.027
Si	-12.235	4.115	2.709	-0.007	0.023	0.006
Si	-14.856	6.89	2.653	-0.011	-0.025	0.032
Si	-12.188	-6.84	2.657	0.013	-0.009	-0.009
Si	-14.984	-4.089	2.858	0.012	0.015	0.029
Si	-12.254	-1.35	2.728	-0.009	0.004	0.036
Si	-9.511	1.343	2.749	0.01	0.009	-0.006
Si	-6.832	4.024	2.786	0.024	-0.006	0.009
Si	-9.549	6.813	2.848	-0.003	0.01	0.047
Si	-6.768	-6.748	2.836	-0.002	0.011	0.023
Si	-9.48	-4.146	2.687	0.009	0.001	0.003
Si	-23.123	-1.283	2.673	-0.004	0.02	-0.008
Si	-20.443	1.579	2.922	-0.03	0.055	0.035
Si	-17.645	4.169	2.919	-0.017	-0.001	0.038
Si	-20.439	6.839	2.897	0.039	0.008	0.033
Si	-17.64	-6.828	2.869	0.015	-0.019	0.01
Si	-20.423	-3.961	2.811	-0.045	-0.002	-0.006
Si	-17.621	-1.359	2.901	0.01	-0.025	0.026
Si	-16.267	0.019	4.204	-0.006	0.009	0.033
Si	-13.549	2.732	4.105	-0.012	0.012	-0.012
Si	-16.22	5.56	4.117	-0.002	0.015	0.009
Si	-13.536	8.179	4.09	0.001	-0.007	0.009
Si	-16.315	-5.445	4.213	0.019	0.002	0.014
Si	-13.592	-2.691	4.135	-0.033	0.022	-0.01
Si	-10.883	-0.004	4.097	-0.007	-0.022	-0.001
Si	-8.173	2.679	4.137	-0.018	-0.001	0.027
Si	-10.904	5.43	4.147	0	-0.019	-0.004
Si	-8.148	8.181	4.146	-0.011	-0.004	-0.015
Si	-10.863	-5.463	4.052	-0.003	0.003	0.009
Si	-8.141	-2.783	4.079	0.01	-0.007	-0.006
Si	-21.801	0.077	4.115	0.015	-0.016	-0.016
Si	-19.034	2.849	4.266	-0.013	0.002	0.011
Si	-21.817	5.46	4.154	-0.019	-0.008	0.019
Si	-19.029	-8.142	4.211	0.01	-0.003	0.001
Si	-21.762	-5.304	4.219	0.012	-0.014	0.003
Si	-19.046	-2.673	4.204	0.009	-0.025	0.011
Si	-14.925	-1.31	16.298	0	-0.003	-0.008
Si	-12.214	1.394	16.309	0.001	-0.011	-0.011
Si	-14.916	4.146	16.349	-0.01	0.019	-0.003
Si	-12.21	6.808	16.333	-0.011	0	-0.002
Si	-14.917	-6.769	16.308	-0.008	0.008	-0.007
Si	-12.251	-4.074	16.275	-0.014	0.001	-0.015
Si	-9.491	-1.325	16.302	0.005	0.004	0
Si	-23.123	1.439	16.332	0.006	-0.001	-0.01
Si	-9.469	4.105	16.323	0.01	0.007	-0.004
Si	-23.129	-9.456	16.296	-0.004	-0.013	-0.006
Si	-9.477	9.493	16.312	0.002	0	0.007
Si	-23.117	-3.982	16.296	-0.003	-0.009	-0.011
Si	-20.396	-1.244	16.3	0.003	0.004	0
Si	-17.653	1.427	16.303	0.011	-0.02	-0.007
Si	-20.363	4.143	16.317	0.011	0.006	0.003
Si	-17.643	-9.483	16.313	0.005	0.019	-0.014
Si	-20.372	-6.728	16.278	0.013	0	-0.01
Si	-17.644	-3.992	16.252	-0.012	0.003	-0.015
Si	-13.593	0.064	17.671	-0.002	-0.016	0.012
Si	-10.842	2.742	17.657	-0.009	0.01	-0.022
Si	-13.539	5.47	17.75	-0.006	-0.013	0.007
Si	-10.875	8.173	17.691	0.015	0.004	-0.01
Si	-13.574	-5.422	17.694	-0.008	-0.004	0.006
Si	-10.921	-2.68	17.582	-0.017	0.007	0.006
Si	-8.133	0.042	17.676	-0.01	0.002	-0.013
Si	-21.731	2.785	17.658	-0.006	-0.007	-0.002
Si	-8.136	5.491	17.688	-0.017	-0.016	0.012
Si	-21.74	-8.103	17.601	-0.001	0.008	-0.007
Si	-8.07	-5.474	17.615	0.024	0.006	0.011
Si	-21.798	-2.568	17.638	-0.011	0.009	-0.01
Si	-19.015	0.092	17.668	-0.013	0.023	0.023
Si	-16.302	2.785	17.668	0.009	-0.006	-0.021
Si	-18.99	5.485	17.688	-0.003	-0.012	0.012
Si	-16.258	-8.143	17.656	-0.006	-0.025	0.011
Si	-19.024	-5.312	17.586	0.006	-0.008	0.005
Si	-16.259	-2.695	17.638	0.004	-0.006	-0.001
Si	-14.922	1.476	19.034	0.019	0.011	-0.023
Si	-12.135	4.078	19.085	-0.008	0.02	-0.026
Si	-14.934	6.822	19.105	-0.017	0.031	-0.032
Si	-12.265	9.493	19.073	-0.002	-0.027	-0.004
Si	-14.91	-4.035	19.051	-0.016	0.02	-0.022
Si	-12.246	-1.322	19.004	0	-0.012	-0.031
Si	-9.504	1.411	19.038	0.001	-0.022	-0.002
Si	-23.035	4.166	19.032	-0.001	-0.002	-0.035
Si	-9.522	6.84	19.068	0.002	-0.007	-0.018
Si	-23.05	-6.722	18.953	-0.01	-0.005	-0.027
Si	-9.574	-4.132	18.802	-0.015	-0.005	-0.047
Si	-6.767	-1.368	18.965	0.013	0.011	-0.013
Si	-20.398	1.437	19.048	0.001	-0.009	-0.033
Si	-17.665	4.086	19.069	0.008	0.01	0.001
Si	-20.38	-9.438	18.965	-0.021	0.005	-0.026
Si	-17.614	-6.67	18.873	0.015	0.024	-0.039
Si	-20.406	-3.921	18.906	0.014	-0.002	-0.042
Si	-17.605	-1.3	18.938	0.005	-0.004	-0.031
Si	-16.312	0.095	20.307	-0.009	0.001	0.044
Si	-13.504	2.748	20.466	-0.008	-0.008	0.038
Si	-16.285	5.378	20.446	0.028	-0.014	0.053
Si	-13.588	8.179	20.54	-0.006	-0.016	0.058
Si	-16.275	-5.414	20.358	-0.001	0.003	0.066
Si	-13.592	-2.663	20.432	0.009	0.012	0.062
Si	-10.87	0.026	20.373	-0.013	0.009	0.049
Si	-8.095	2.816	20.294	-0.002	-0.015	0.033
Si	-10.82	5.445	20.497	0.018	-0.002	0.031
Si	-8.118	8.26	20.314	0.01	-0.007	0.049
Si	-10.86	-5.426	20.285	0.007	-0.004	0.065
Si	-8.241	-2.773	20.088	-0.006	-0.011	0.028
Si	43.569	0.071	20.471	0.01	0.003	0.061
Si	-19.074	2.804	20.455	-0.006	-0.014	0.048
Si	-21.652	5.529	20.394	-0.003	-0.019	0.044
Si	-19.037	-7.967	20.156	-0.006	0.022	0.033
Si	-21.742	-5.274	20.252	-0.005	0.016	0.036
Si	-19.005	-2.621	20.251	-0.002	-0.002	0.044
Si	-14.771	-1.007	21.657	-0.1	-0.282	-0.725
Si	-12.42	1.1	21.795	0.18	0.207	-0.684
Si	-14.669	4.257	21.84	-0.208	-0.074	-0.664
Si	-12.466	6.522	21.807	0.069	0.149	-0.758
Si	-15.286	9.296	21.794	0.426	0.359	-0.63
Si	-11.928	-3.848	21.614	-0.261	-0.104	-0.702
Si	-9.719	-1.654	21.504	0.102	0.128	-0.767
Si	42.513	1.711	21.799	-0.166	-0.204	-0.728
Si	-9.013	4.464	21.687	-0.297	-0.091	-0.707
Si	-23.125	6.758	21.706	0.106	0.204	-0.663
Si	-9.295	9.795	21.628	-0.156	-0.163	-0.675
Si	-7.128	-4.284	21.422	0.17	-0.05	-0.716
Si	45.198	-1.136	21.694	-0.242	-0.092	-0.718
Si	-17.944	1.142	21.632	0.107	0.106	-0.787
Si	-20.575	4.019	21.86	0.259	0.137	-0.652
Si	-17.544	7.098	21.384	-0.1	-0.241	-0.705
Si	-20.111	-6.351	21.506	-0.075	-0.151	-0.803
Si	-17.875	-4.195	21.527	0.178	0.096	-0.722
Si	-23.272	6.436	-5.359	0.043	-0.057	-0.14
Si	-20.943	-6.217	-3.76	0.001	0.057	0.032
Si	-23.197	0.25	24.596	0.117	0.062	-0.149
Si	-11.209	-2.86	-5.781	-0.016	-0.112	0.084
Si	-20.695	4.49	24.834	0.092	0.059	-0.075
Si	-25.932	-0.602	24.721	-0.008	-0.052	-0.14
Si	-21.552	-1.379	-2.903	-0.031	-0.004	0.006
Si	-16.193	-6.719	24.678	-0.022	-0.107	-0.155
Si	-23.207	-5.502	-5.18	0.029	-0.002	0.118
Si	-20.639	1.215	-3.974	-0.063	0.053	-0.08
Si	-6.509	6.822	-6.434	0.011	0.028	0
Si	-16.951	6.749	-2.508	-0.061	-0.065	0.116
Si	-16.492	2.757	23.94	0.145	0.037	-0.112
Si	-12.459	7.012	-3.158	0.066	-0.06	0.113
Si	-20.325	3.931	-2.858	0.021	-0.092	0.049
Si	-18.428	7.533	24.174	-0.014	0.144	-0.073
Si	-18.537	-7.874	-4.673	-0.014	-0.031	-0.005
Si	-13.297	-4.01	24.235	0.08	-0.039	0.029
Si	-13.74	-1.986	-6.778	-0.062	0.004	0.083
Si	-27.96	6.885	24.599	-0.012	0	-0.12
Si	-11.539	1.691	-2.855	-0.006	-0.092	0.084
Si	-8.613	6.907	25.695	0.003	-0.04	-0.038
Si	-23.338	-6.729	25.982	-0.006	0.124	-0.04
Si	-16.035	-2.829	23.669	-0.011	0.062	-0.136
Si	-30.467	2.639	25.516	-0.058	0.173	0.041
Si	-10.228	-5.712	-4.931	0.033	0.032	0.052
Si	-28.148	-5.069	25.798	0.051	0.03	-0.023
Si	-13.127	4.104	-4.045	-0.057	0.02	0.077
Si	-8.539	-2.678	-1.962	-0.028	-0.015	-0.026
Si	-10.391	-5.241	-1.972	-0.02	0.071	0.216
Si	-21.856	-2.508	23.843	0.062	0.043	-0.09
Si	-21.081	8.029	-1.752	-0.111	-0.068	0.107
Si	-21.346	-8.007	23.858	0.013	-0.148	-0.114
Si	-6.973	3.903	-7.054	-0.011	-0.053	0.006
Si	-11.091	7.793	-5.823	-0.18	-0.066	0.072
Si	-16.813	1.17	-2.418	0.057	0.009	-0.007
Si	-15.76	3.879	-2.723	0.055	0.117	0.126
Si	-19.259	-2.52	-1.693	0.06	-0.046	0.066
Si	-17.687	-1.189	-3.954	0.116	0.102	0.06
Si	-19.229	-0.213	-6.354	-0.033	0.091	0.152
Si	-20.361	6.437	-4.211	0.061	-0.015	-0.084
Si	-15.963	-6.825	-5.384	0.019	-0.076	-0.048
Si	-24.571	-1.282	-2.723	-0.086	0.025	-0.067
Si	-8.532	2.425	-2.148	-0.058	-0.05	0.061
Si	-12.612	-0.976	-4.168	0.06	0.06	-0.137
Si	-23.281	4.72	26.043	0.002	-0.02	-0.039
Si	-16.96	5.144	25.526	0.001	-0.042	-0.062
Si	-27.867	1.786	24.645	0.063	0.055	-0.208
Si	-14.796	-7.557	-2.686	-0.032	0.028	0.07
Si	-13.743	4.544	-6.916	-0.12	0.12	-0.029
Si	-21.255	-3.556	-4.87	0.073	-0.088	0.14
Si	-15.119	-1.01	-2.718	-0.012	-0.041	-0.068
Si	-8.826	-1.635	-7.058	-0.016	-0.097	-0.016
Si	-22.92	2.649	-2.948	0.055	-0.142	0.123
Si	-14.916	-1.341	5.535	0.006	-0.014	0.007
Si	-12.199	1.378	5.474	0.008	0.002	0.011
Si	-14.919	4.114	5.453	-0.006	0.004	0
Si	-12.234	6.81	5.49	0.004	-0.003	0.007
Si	-14.9	9.524	5.493	-0.006	-0.006	-0.003
Si	-12.209	-4.083	5.434	0.002	-0.008	-0.002
Si	-9.503	-1.388	5.423	-0.008	0.012	-0.018
Si	-6.787	1.312	5.439	0.011	0.003	-0.005
Si	-9.515	4.072	5.474	-0.002	0.011	0.015
Si	-6.8	6.789	5.474	0.011	-0.002	0.014
Si	-9.517	-6.782	5.473	-0.007	-0.01	-0.006
Si	-6.769	-4.08	5.471	-0.007	-0.007	0.003
Si	-20.42	-1.269	5.491	-0.003	0.016	-0.003
Si	-17.664	1.404	5.515	0	-0.007	0.006
Si	-20.435	4.173	5.563	0.021	0.015	0.018
Si	-17.624	6.846	5.522	0.008	-0.026	0.001
Si	-20.395	-6.727	5.516	-0.015	0.003	-0.002
Si	-17.685	-4.058	5.533	-0.002	-0.004	0.003
Si	-13.558	0.035	6.853	-0.008	0.008	0.003
Si	-10.853	2.722	6.846	0	-0.005	-0.001
Si	-13.581	5.453	6.848	0	0.004	0.002
Si	-10.862	-8.149	6.832	-0.002	-0.001	-0.001
Si	-13.557	-5.418	6.833	-0.007	-0.001	0
Si	-10.852	-2.729	6.805	0.005	0.005	-0.009
Si	-8.146	-0.033	6.8	0.001	-0.01	-0.003
Si	-5.426	2.679	6.797	0.006	0.011	0.003
Si	-8.154	5.433	6.827	-0.008	0.002	-0.005
Si	-5.408	8.149	6.796	-0.001	0	-0.005
Si	-8.135	-5.439	6.822	0.007	0.006	-0.009
Si	-5.421	-2.699	6.8	-0.004	0.002	-0.006
Si	-19.041	0.057	6.856	0.002	0	0.006
Si	-16.29	2.775	6.834	-0.009	0.012	-0.007
Si	-19.024	5.515	6.873	-0.006	0.009	0.004
Si	-16.278	8.204	6.872	0.004	-0.013	-0.006
Si	-19.041	-5.395	6.892	0.011	-0.005	0
Si	-16.306	-2.692	6.862	-0.006	0.007	0.004
Si	-14.932	1.404	8.189	0.003	-0.002	-0.008
Si	-12.211	4.094	8.193	0.005	-0.001	-0.006
Si	-14.934	6.819	8.209	-0.021	-0.013	-0.002
Si	-12.209	-6.784	8.193	0.007	0	-0.01
Si	-14.93	-4.058	8.192	-0.009	-0.003	-0.012
Si	-12.199	-1.353	8.178	0.004	0.012	-0.009
Si	-9.486	1.345	8.17	-0.001	0.012	-0.005
Si	-6.778	4.057	8.153	-0.001	0.001	-0.004
Si	-9.498	6.806	8.181	-0.003	-0.007	0.001
Si	-6.768	-6.81	8.159	-0.012	-0.009	-0.006
Si	-9.49	-4.073	8.177	0.002	-0.003	-0.007
Si	-6.78	-1.366	8.175	0.008	-0.005	-0.009
Si	-20.413	1.422	8.192	-0.01	-0.012	0.005
Si	-17.664	4.125	8.195	-0.014	-0.006	-0.004
Si	-20.39	6.88	8.211	0.019	0.021	-0.004
Si	-17.655	-6.755	8.217	0.01	0.012	0.001
Si	-20.423	-4.007	8.196	-0.002	0	-0.005
Si	-17.675	-1.317	8.197	-0.004	-0.005	-0.003
Si	-16.304	0.047	9.538	-0.013	0.004	0.008
Si	-13.573	2.748	9.554	-0.006	0.009	0.001
Si	-16.305	5.474	9.559	-0.006	0.008	0.006
Si	-13.569	-8.139	9.551	0.001	0.007	0.003
Si	-16.293	-5.398	9.56	0.003	-0.001	0.007
Si	-13.572	-2.693	9.54	-0.006	-0.006	-0.004
Si	-10.846	0.004	9.539	0.012	-0.014	0.005
Si	-8.13	2.71	9.524	0	-0.01	-0.001
Si	-10.851	5.453	9.543	-0.001	0.003	0.006
Si	-8.124	-8.161	9.526	0.001	0.001	0.002
Si	-10.844	-5.428	9.541	0.001	0.001	0.001
Si	-8.131	-2.721	9.537	-0.001	0.01	0.004
Si	-21.777	0.07	9.543	-0.005	0.007	0.004
Si	-19.039	2.776	9.54	0.007	0.005	0.002
Si	-21.766	5.504	9.535	0.014	-0.001	-0.007
Si	-19.027	-8.098	9.571	-0.001	-0.012	0.009
Si	-21.778	-5.372	9.546	0.002	-0.006	0.006
Si	-19.044	-2.665	9.548	0.004	-0.003	0.006
Si	-14.938	-1.32	10.887	0.003	0.002	0.001
Si	-12.208	1.376	10.892	0.002	-0.002	-0.002
Si	-14.933	4.115	10.905	-0.004	-0.006	-0.001
Si	-12.205	-9.502	10.9	0.001	-0.007	-0.003
Si	-14.93	-6.771	10.901	-0.006	-0.005	0
Si	-12.211	-4.062	10.889	0.007	0.003	-0.006
Si	-9.486	-1.354	10.893	0.004	0.001	0
Si	-6.762	1.356	10.876	0.006	0.005	-0.002
Si	-9.486	4.08	10.881	0.004	0.003	-0.003
Si	-6.763	6.785	10.867	-0.007	-0.003	-0.003
Si	-9.479	-6.795	10.887	0.004	0.001	0.001
Si	-6.764	-4.088	10.88	-0.013	-0.005	-0.001
Si	-20.406	-1.293	10.891	-0.004	-0.001	-0.005
Si	-17.669	1.415	10.887	-0.017	-0.001	-0.002
Si	-20.396	4.148	10.89	0.003	-0.005	-0.003
Si	-17.665	6.845	10.907	-0.004	0.002	0.001
Si	-20.402	-6.728	10.902	0.019	0.012	-0.001
Si	-17.673	-4.029	10.892	0.004	0.005	-0.008
Si	-13.576	0.032	12.252	0	0.001	0.009
Si	-10.85	2.738	12.247	0	-0.003	0
Si	-13.569	5.47	12.259	-0.003	0.011	0.007
Si	-10.836	-8.15	12.249	0.005	0.009	0.003
Si	-13.565	-5.417	12.252	0.004	0.008	0.01
Si	-10.854	-2.707	12.245	0	-0.001	-0.004
Si	-8.125	0.01	12.24	0.001	-0.003	-0.001
Si	-5.401	2.714	12.227	-0.007	-0.004	0.003
Si	-8.12	5.435	12.234	-0.003	-0.009	0
Si	-5.404	8.142	12.224	-0.011	0.003	0.008
Si	-8.122	-5.438	12.246	0.006	0.007	0.002
Si	-5.401	-2.733	12.234	0.002	0.004	0.003
Si	-19.04	0.069	12.239	0.007	-0.003	0.003
Si	-16.301	2.761	12.251	-0.005	0	-0.001
Si	-19.029	5.493	12.258	-0.001	0.008	0.003
Si	-16.293	8.197	12.254	0.004	0.003	0.002
Si	-19.029	-5.38	12.257	-0.002	-0.001	0.006
Si	-16.311	-2.671	12.239	-0.021	-0.018	0.002
Si	-14.935	1.404	13.607	-0.006	-0.002	0.003
Si	-12.208	4.102	13.609	-0.003	0.007	0.004
Si	-14.925	6.842	13.608	-0.009	0	-0.003
Si	-12.194	-6.784	13.602	0.01	-0.016	0.005
Si	-14.947	-4.045	13.578	-0.003	0.015	0
Si	-12.209	-1.336	13.597	0.011	-0.017	0.003
Si	-9.481	1.382	13.596	0.003	-0.003	0.003
Si	-6.753	4.081	13.591	0.003	0.001	-0.002
Si	-9.479	6.794	13.595	0.006	-0.006	-0.004
Si	-6.759	9.506	13.587	-0.008	0.002	0
Si	-9.495	-4.073	13.594	-0.005	0.005	-0.006
Si	-6.764	-1.357	13.585	-0.009	0.009	0
Si	-20.395	1.44	13.593	-0.006	-0.004	0.001
Si	-17.649	4.134	13.602	0.001	-0.01	0
Si	-20.392	-9.46	13.606	0.008	0.006	0.007
Si	-17.658	9.564	13.595	0.007	-0.003	-0.006
Si	-20.39	-4.002	13.598	0.008	-0.002	0.005
Si	-17.668	-1.289	13.582	-0.011	0.009	-0.001
Si	-16.303	0.047	14.954	-0.012	-0.006	0.002
Si	-13.58	2.765	14.973	0.002	-0.003	0.008
Si	-16.278	5.483	14.964	0.003	0.008	0.01
Si	-13.553	8.185	14.965	-0.006	0.007	0.004
Si	-16.29	-5.405	14.946	-0.003	-0.003	0.008
Si	-13.592	-2.691	14.931	-0.005	-0.009	0.005
Si	-10.85	0.033	14.948	-0.011	-0.001	0.006
Si	-8.118	2.74	14.955	-0.012	0.007	0.003
Si	-10.844	5.455	14.968	0.005	-0.005	0.004
Si	-8.116	8.148	14.946	-0.004	0.001	0.011
Si	-10.837	-5.434	14.966	0.008	0.01	0.015
Si	-8.142	-2.701	14.934	0.007	-0.003	-0.002
Si	-21.766	0.095	14.948	0.001	0	0.006
Si	-19.017	2.785	14.949	0.007	0.01	0.008
Si	-21.746	5.5	14.966	-0.005	-0.003	0.005
Si	-19.01	-8.113	14.955	0.002	-0.008	0.006
Si	-21.752	-5.359	14.949	-0.001	0.002	0.012
Si	-19.035	-2.623	14.942	0.012	-0.001	0.009
O	3.711	3.165	-6.744	-0.206	-0.296	0.408
O	7.29	3.718	-1.56	-0.108	0.074	-0.157
O	-6.302	-4.899	-1.332	-0.151	0.016	-0.149
O	9.635	5.933	23.264	-0.59	-0.522	-0.006
O	-4.521	-1.88	23.162	0.502	0.016	0.242
O	-7.67	2.957	-3.404	-0.244	0.353	-0.267
O	-10.28	-2.436	25.442	0.209	0.406	-0.152
O	6.936	-7.478	-1.116	0.442	-0.253	-0.019
O	-5.529	2.617	22.084	0.076	0.069	0.273
O	-2.207	-0.271	25.185	0.165	-0.118	-0.498
O	-6.428	7.735	23.065	0.283	0.177	0.013
O	4.106	-7.266	24.468	-0.585	0.132	0.118
O	-2.125	0.91	-1.49	0.121	0.553	-0.223
O	8.224	-1.18	-3.176	0.095	0.169	0.275
O	3.72	-3.731	-1.283	0.456	0.298	-0.343
O	0.002	-0.193	-0.496	0.175	0.052	-0.189
O	-0.307	-3.083	22.119	0.137	0.111	0.592
O	8.222	-2.862	-0.568	-0.33	-0.012	-0.059
O	3.54	6.882	-1.349	-0.075	0.48	-0.143
O	-2.362	-5.131	22.124	0.066	-0.203	0.567
O	-17.377	4.019	24.444	-0.752	0.118	-0.218
O	9.643	7.953	-6.307	0.069	0.251	0.541
O	3.752	-1.364	-5.755	-0.119	0.31	-0.088
O	-5.937	1.125	-4.138	-0.072	-0.271	0.14
O	4.753	1.726	-4.356	-0.206	0.665	-0.297
O	-2.748	-8.12	-0.18	-0.168	-0.212	-0.382
O	-4.312	0.296	-6.023	0.197	0.22	0.119
O	-0.078	-5.528	-0.347	-0.197	0.093	-0.439
O	3.177	-0.173	-3.395	-0.164	-0.247	0.197
O	-1.937	8.03	-3.721	0.219	-0.046	0.625
O	-3.585	-1.364	-1.31	-0.124	-0.463	0.092
O	5.394	-5.537	-0.329	0.034	-0.001	-0.317
O	8.173	-5.411	22.14	-0.133	-0.316	0.349
O	12.412	7.615	-3.115	-0.042	-0.397	0.135
O	3.387	6.529	25.073	0.066	-0.663	0.307
O	-0.861	1.597	23.064	0.142	-0.461	0.291
O	4.113	-5.004	23.071	-0.249	-0.184	0.189
O	6.207	-6.693	23.144	-0.12	-0.07	0.455
O	-7.369	0.978	22.935	0.027	0.052	0.439
O	-4.998	-7.753	25.256	-0.02	-0.163	0.704
O	-10.619	-5.047	25.712	-0.05	-0.096	0.116
O	0.282	3.266	-3.69	-0.1	-0.715	0.165
O	7.122	1.829	-3.422	0.24	-0.258	0.266
O	2.258	-0.319	25.083	0.344	0.061	0.558
O	-8.457	2.972	25.487	0.158	0.128	0.008
O	6.319	-1.299	-1.401	-0.518	0.527	0.032
O	-2.532	3.582	-3.535	0.07	-0.347	0.331
O	-5.568	-1.504	-4.525	0.613	-0.243	0.159
O	5.879	-0.504	-3.863	-0.283	-0.2	-0.273
O	-10.549	4.633	25.117	-0.368	0.349	-0.368
O	1.707	-6.974	-1.487	0.408	-0.316	0.08
O	-9.901	-7.224	22.976	0.117	0.289	0.072
O	0.088	-6.552	-3.588	-0.063	0.009	-0.078
O	7.758	-8.005	-3.426	0.039	-0.251	-0.391
O	2.776	5.333	22.111	0.073	0.081	0.572
O	5.641	-5.202	25.27	0.185	-0.101	0.199
O	-1.434	6.094	23.154	-0.111	0.071	0.124
O	-1.31	6.476	-1.273	-0.4	-0.1	-0.486
O	-3.494	4.613	25.769	-0.203	0.245	-0.081
O	5.128	-7.496	-3.038	0.036	-0.064	0.22
O	1.093	6.858	-2.348	-0.111	0.686	0.125
O	21.371	-4.169	-4.54	0.138	0.265	0.16
O	-7.599	-2.827	-0.648	0.017	0.293	0.224
O	-3.899	-5.212	25.272	-0.6	0.481	-0.168
O	5.313	-2.896	22.106	0.029	0.091	0.429
O	-5.158	3.686	-3.999	0.062	0.284	-0.151
O	-6.103	-6.354	-5.52	0.235	0.261	-0.496
O	-11.878	-7.146	24.759	-0.346	-0.137	-0.192
O	2.483	2.808	-0.52	-0.007	0.045	-0.4
O	-17.637	-7.367	24.266	-0.29	-0.017	-0.181
O	0.014	8.065	22.247	-0.189	0.099	0.112
O	1.291	-1.125	-4.811	0.071	0.642	0.232
O	10.26	-7.24	-3.098	-0.187	0.603	-0.375
O	-4.079	4.26	23.301	0.047	0.687	0.321
O	8.401	5.594	-6.062	0.299	-0.28	-0.673
O	1.631	-1.649	23.05	0.293	0.097	0.031
O	-11.522	2.34	25.802	0.342	-0.199	0.343
O	-2.823	-3.28	-3.776	-0.216	0.504	-0.258
O	-4.056	-4.3	-5.859	-0.224	-0.219	0.036
O	-7.505	8.039	25.448	0.145	0.059	0.576
O	9.624	-3.306	22.801	0.004	0.331	-0.138
O	-2.904	6.376	-5.559	0.34	-0.327	0.012
O	-5.008	6.965	-7.003	-0.029	0.399	-0.337
O	-15.197	-6.624	23.386	0.465	0.256	0.4
O	-6.875	-3.848	-5.16	0.442	0.029	0.011
O	-28.915	-7.367	-5.119	-0.078	-0.392	-0.392
O	-6.849	-1.223	24.256	0.06	0.041	0.556
O	-13.211	-5.05	25.487	-0.38	0.122	0.145
O	0.918	-3.02	-6.531	0.316	-0.205	-0.004
O	5.475	5.377	-0.523	0.094	0.161	-0.592
O	2.297	-5.543	25.772	0.361	-0.117	0.01
O	11.051	-0.222	-0.497	0.063	-0.037	-0.221
O	4.588	-7.623	-5.558	-0.118	0.714	-0.078
O	-9.981	7.437	25.035	-0.286	-0.171	0.189
O	-1.378	-3.687	-1.61	-0.012	-0.074	-0.107
O	-6.338	-6.995	-2.988	-0.621	-0.179	0.227
O	4.764	6.976	22.953	0.608	-0.024	0.073
O	-2.308	-5.752	-4.42	0.141	-0.227	-0.2
O	7.109	4.469	-4.042	0.043	0.062	0.058
O	9.296	1.362	-1.454	-0.316	0.153	-0.191
O	-11.555	-2.199	-4.336	0.085	-0.264	0.475
O	-3.77	5.937	-3.223	-0.061	0.184	0.157
O	0.443	4.581	-1.186	-0.059	0.005	-0.221
O	-3.642	0.067	-3.522	0.303	0.216	-0.014
O	-1.092	-1.457	-5.896	-0.311	0.282	0.369
O	-4.662	-5.043	-3.403	0.05	0.417	-0.207
O	-7.822	-1.504	-5.813	0.096	0.486	0.055
O	13.95	2.888	-3.476	0.19	0.129	-0.67
O	28.673	-7.1	23.455	0.031	-0.435	0.226
O	-16.172	1.828	25.233	-0.388	-0.356	0.236
O	-15.25	-8.098	-6.092	0.668	-0.093	0.236
O	-31.865	-1.495	-1.571	-0.517	-0.259	-0.077
O	25.746	-6.998	-5.96	0.036	0.297	-0.071
O	-3.759	-6.926	23.251	-0.24	-0.509	0.103
O	-28.345	2.029	23.104	0.128	0.439	0.035
O	-26.6	2.326	-3.374	-0.316	-0.011	0.018
O	10.726	-8.19	22.209	-0.053	0.138	0.309
O	16.566	2.537	-3.359	0.311	-0.38	-0.122
O	23.546	3.78	-1.443	0.238	-0.227	-0.078
O	10.166	-4.265	-1.665	0.553	0.002	-0.048
O	20.681	1.534	22.938	-0.313	-0.209	0.381
O	13.522	-0.155	22.281	0.008	-0.037	0.374
O	-25.648	-3.982	-6.77	0.462	0.155	-0.019
O	-21.907	6.445	-4.553	-0.079	0.099	0.273
O	27.51	5.186	-0.277	0.288	0.017	-0.341
O	10.944	2.75	22.133	0.209	-0.171	0.363
O	8.745	3.05	24.606	0.342	0.167	0.155
O	6.836	4.277	23.292	-0.012	0.501	0.072
O	21.095	7.007	22.796	0.108	-0.152	0.131
O	11.6	2.066	-2.547	0.107	-0.297	-0.023
O	11.976	-2.204	23.114	0.352	-0.286	0.355
O	-20.095	-3.535	-5.986	0.601	-0.365	0.079
O	20.131	-3.634	-1.286	0.279	-0.08	-0.342
O	18.082	-2.012	-1.397	-0.085	0.143	-0.158
O	22.558	1.254	-5.935	-0.324	-0.626	-0.019
O	21.926	-0.012	-0.432	0.095	0.063	-0.355
O	19.841	7.087	-1.425	0.021	-0.132	-0.345
O	14.266	-5.07	22.941	-0.074	-0.058	0.005
O	12.26	-6.51	23.441	-0.116	-0.118	0.297
O	17.197	5.629	25.067	0.032	0.103	-0.129
O	25.058	1.447	-6.738	0.311	-0.012	0.08
O	1.249	1.982	24.532	-0.095	0.202	0.548
O	-22.236	5.027	24.836	-0.09	0.163	-0.562
O	19.061	-3.209	-3.619	-0.218	0.205	0.076
O	6.93	-1.349	23.293	0.414	0.23	0.131
O	-30.315	-0.348	-3.27	0.201	-0.163	-0.132
O	16.428	-5.502	-0.481	0.059	0.056	-0.083
O	-21.55	-2.062	-4.361	-0.049	0.3	-0.054
O	31.524	7.942	24.929	-0.176	0.508	-0.453
O	26.801	3.696	24.199	-0.069	-0.009	-0.365
O	12.968	-1.828	-1.466	-0.269	0.363	-0.414
O	21.758	-5.367	-0.309	-0.067	0.098	-0.191
O	24.369	-5.513	22.193	0.031	-0.179	0.54
O	25.355	-3.735	-1.289	-0.259	0.094	-0.271
O	-31.298	4.558	-1.591	0.531	-0.401	-0.078
O	15.114	1.746	23.139	0.113	0.317	0.147
O	19.943	-4.464	23.006	-0.128	0.143	0.244
O	22.761	-7.298	23.119	0.441	-0.104	0.59
O	9.225	0.996	23.064	-0.479	-0.35	0.039
O	26.515	1.865	-4.652	-0.299	-0.349	-0.058
O	24.328	3.361	24.856	-0.497	-0.108	-0.251
O	23.67	-1.74	-1.429	-0.135	0.188	-0.389
O	1.548	-6.615	23.446	0.161	0.322	0.063
O	19.962	1.241	-1.513	-0.434	0.451	-0.209
O	21.393	0.825	-3.68	0.143	-0.509	-0.097
O	19.048	0.034	21.782	-0.208	0.048	-0.071
O	15.296	0.837	25.599	0.089	0.169	0.421
O	27.227	-3.657	-4.732	-0.313	-0.533	0.144
O	-24.454	-8.029	-0.285	0.031	-0.162	-0.374
O	23.299	-6.102	-3.884	0.668	0.018	-0.115
O	-11.672	-0.238	25.266	0.257	0.076	0.076
O	-12.55	-3.08	-6.647	-0.3	-0.477	-0.175
O	25.569	3.769	-3.16	0.296	0.314	0.201
O	9.855	6.284	25.863	0.124	0.418	0.171
O	20.932	5.485	-3.797	-0.203	0.305	0.626
O	-14.95	3.801	-1.311	0.667	-0.189	0.01
O	-26.156	1.061	-5.682	0.249	0.42	-0.148
O	23.565	-4.475	-5.84	0.423	-0.064	0.171
O	19.092	5.47	22.118	0.078	-0.092	0.539
O	19.004	-5.348	25.253	0.516	-0.418	0.556
O	15.893	3.318	25.106	-0.23	0.444	0.136
O	19.073	-8.053	-3.698	-0.036	-0.441	-0.375
O	14.496	6.589	23.185	0.199	-0.052	0.397
O	-31.349	-7.762	-0.827	-0.32	0.035	-0.108
O	-24.785	4.563	25.503	-0.105	0.12	0.156
O	22.412	6.587	-5.639	0.129	-0.516	-0.316
O	20.956	3.117	-4.983	-0.183	0.042	-0.288
O	6.029	6.482	-5.426	-0.301	-0.057	0.355
O	11.844	-7.024	-1.078	-0.29	0.452	0.013
O	-19.146	-1.316	-0.62	0.304	0.327	-0.236
O	11.199	4.264	24.93	0.187	-0.131	-0.236
O	-17.593	7.551	-3.728	0.094	-0.1	-0.191
O	25.682	6.76	-1.266	-0.532	0.25	-0.278
O	21.664	-2.723	22.128	0.071	0.271	0.586
O	16.942	-1.103	-4.946	0.187	-0.507	-0.288
O	23.554	5.27	-3.649	0.326	0.191	-0.277
O	-5.838	5.791	-0.464	-0.141	0.089	-0.367
O	3.019	-2.731	-3.607	0.559	-0.504	-0.114
O	17.336	7.025	-2.482	-0.062	-0.112	0.289
O	15.931	5.66	-0.375	0.215	-0.186	-0.252
O	9.316	7.221	-1.456	-0.122	0.229	-0.114
O	28.986	-3.75	-2.853	-0.491	-0.494	0.26
O	16.297	-8.132	22.207	0.018	-0.266	0.653
O	21.634	7.833	25.195	-0.22	0.265	0.308
O	28.243	3.207	-3.325	0.335	0.548	0.38
O	23.27	-7.071	-1.418	0.442	-0.208	0.008
O	12.937	4.527	22.821	0.224	-0.233	0.048
O	23.272	2.644	-3.799	0.417	-0.418	0.166
O	17.436	-1.203	23.196	0.149	0.278	0.401
O	-8.368	-4.157	24.784	0.024	0.051	-0.304
O	26.934	3.167	-7.116	-0.207	-0.043	-0.311
O	9.28	3.091	-3.325	0.451	0.451	-0.293
O	-13.478	-8.089	-3.428	0.032	0.208	-0.305
O	-13.059	5.518	-3.259	-0.198	-0.08	0.325
O	27.187	5.896	-3.32	-0.233	-0.639	0.128
O	15.066	-1.702	-3.169	0.408	0.252	0.446
O	7.527	4.983	25.776	-0.338	0.18	0.064
O	25.667	-3.663	23.414	-0.169	0.453	0.152
O	20.216	-7.012	23.615	0.033	0.069	-0.059
O	-8.861	3.674	-1.174	0.123	0.389	-0.338
O	-2.757	-0.095	22.255	0.195	0.131	0.085
O	-20.827	-6.876	22.849	-0.275	0.377	0.323
O	31.713	6.26	-5.834	0.19	0.11	0.08
O	1.563	-8.13	25.76	0.204	0.092	0.242
O	-22.21	1.67	-4.044	-0.471	-0.348	-0.51
O	-11.818	1.539	23.26	0.503	0.433	0.127
O	19.72	5.178	-6.113	-0.081	0.26	0.086
O	15.996	-3.202	22.67	0.414	0.116	0.213
O	22.186	-1.224	25.358	-0.404	-0.114	-0.074
O	-18.9	2.641	-0.074	-0.317	-0.136	-0.489
O	21.754	5.5	-0.515	0.023	-0.026	-0.405
O	17.901	-6.154	22.952	-0.146	0.401	0.324
O	27.345	-0.099	-0.469	-0.135	-0.114	-0.332
O	-19.911	4.478	-1.397	0.37	0.213	-0.098
O	26.104	8.005	25.617	0.126	0.567	-0.028
O	14.861	-3.607	-1.316	0.134	-0.115	-0.204
O	-20.592	-0.088	-3.017	0.385	0.118	0.135
O	-20.127	4.658	23.318	0.119	0.074	0.327
O	17.491	3.776	23.159	-0.024	-0.56	0.108
O	29.617	-2.715	-5.246	0.644	-0.174	-0.786
O	-20.884	-2.498	-1.92	-0.214	-0.328	0.062
O	-32.029	3.751	22.747	-0.303	0.297	0.206
O	26.424	1.79	-1.847	0.104	-0.2	-0.294
O	-31.493	-6.573	-5.031	-0.329	-0.334	0.26
O	-14.77	-3.833	23.624	0.045	-0.055	-0.402
O	25.82	6.813	23.363	0.131	0.437	-0.137
O	29.11	3.785	25.47	-0.009	-0.55	0.231
O	14.865	1.359	-1.653	-0.189	0.226	-0.112
O	20.372	-1.254	-2.428	0.424	-0.136	0.094
O	-18.995	-5.275	22.03	-0.186	0.103	0.512
O	-30.092	-2.733	-5.718	0.185	0.524	0.004
O	18.786	0.367	-3.712	-0.347	0.161	0.212
O	-12.367	1.619	-1.454	-0.274	0.397	-0.189
O	27.82	-1.126	-4.249	-0.037	0.348	0.266
O	12.945	3.891	-1.262	0.396	0.074	-0.153
O	13.106	-4.666	25.321	0.424	0.374	0.264
O	-25.578	-1.11	23.222	0.504	0.02	0.157
O	-15.1	-2.883	-6.84	-0.3	0.197	0.242
O	-27.153	-8.149	25.166	-0.119	-0.095	0.545
O	0.865	3.514	22.512	-0.024	0.021	-0.046
O	16.489	-0.17	-0.432	0.137	0.113	-0.381
O	-31.03	4.507	-4.161	0.411	0.334	-0.368
O	-25.657	3.788	-1.36	0.166	-0.13	-0.041
O	27.168	-5.358	-0.284	0.074	0.232	-0.294
O	5.828	7.366	25.423	0.415	0.109	-0.094
O	29.932	0.073	22.053	0.098	0.263	0.251
O	25.755	8.117	-3.496	-0.391	0.418	-0.062
O	-25.319	-1.58	-1.325	-0.056	-0.273	-0.033
O	27.347	2.679	21.79	0.305	-0.212	-0.056
O	25.451	5.51	25.815	0.125	-0.119	0.412
O	24.241	5.23	22.178	-0.006	0.045	0.294
O	-28.258	7.178	23.039	0.337	0.617	0.115
O	29.668	3.117	-0.363	-0.347	-0.112	-0.52
O	28.285	-1.573	23.216	-0.152	-0.38	0.153
O	-22.267	7.121	-1.107	-0.008	-0.204	-0.33
O	-28.333	-4.714	-1.35	-0.176	-0.003	-0.61
O	-17.122	0.902	-0.863	0.208	-0.67	0.114
O	-31.431	-3.938	24.213	0.104	-0.091	0.552
O	-27.139	0.04	-0.403	0.197	-0.017	-0.121
O	-28.914	7.6	-1.182	0.332	0.36	-0.613
O	30.024	-5.321	22.189	-0.069	-0.01	0.259
O	-24.673	0.255	25.236	-0.097	0.284	0.669
O	-22.214	-7.296	24.99	0.116	0.154	0.094
O	-17.327	1.831	22.952	-0.139	0.313	0.453
O	17.599	-3.175	24.833	0.246	0.306	-0.246
O	23.458	-1.063	23.043	0.214	0.229	0.29
O	-29.125	1.782	25.652	0.09	-0.664	0.32
O	30.475	7.369	-1.116	-0.143	-0.305	-0.309
O	25.782	-1.799	-5.89	-0.192	0.557	-0.033
O	32.553	-5.464	-0.383	-0.048	-0.071	-0.295
O	-19.545	7.327	-5.308	-0.075	-0.049	-0.601
O	-30.075	-6.96	-2.833	0.278	0.345	0.016
O	0.857	6.018	24.463	0.213	-0.012	-0.616
O	29.03	-2.081	-0.83	-0.034	-0.425	0.006
O	-26.587	-6.346	-5.738	0.036	0.189	0.073
O	-24.387	-5.334	22.137	-0.046	-0.127	0.382
O	-25.936	-4.377	-2.222	-0.41	0.334	0.282
O	-27.066	5.562	24.77	-0.052	0.013	0.175
O	20.854	-7.58	-5.575	-0.231	0.012	-0.268
O	-29.212	-4.377	22.836	0.212	-0.119	0.317
O	-26.038	-7.176	23.013	-0.219	-0.569	-0.032
O	31.514	3.08	24.633	-0.329	0.109	-0.09
O	25.488	1.612	23.17	-0.185	-0.397	0.18
O	-29.019	-4.81	-6.977	0.077	-0.492	0.089
O	-13.581	-1.371	-2.944	0.207	-0.137	0.389
O	30.614	4.138	-4.481	0.316	-0.297	-0.23
O	-9.298	-4.075	-2.18	0.233	-0.149	-0.328
O	-25.291	-0.061	-3.487	0.326	0.294	-0.273
O	-29.963	0.124	22.136	0	-0.184	0.371
O	-6.775	5.262	-6.217	-0.056	-0.127	0.643
O	-12.805	-2.542	24.696	-0.193	0.392	-0.045
O	29.274	2.374	-5.695	0.06	0.554	-0.508
O	-29.982	5.426	22.111	-0.106	0.119	0.497
O	29.656	-5.224	25.166	0.105	0.569	-0.298
O	-26.359	5.721	-6.024	0.041	-0.449	-0.104
O	-23.317	5.087	-6.26	-0.471	-0.573	0.145
O	-21.63	-5.47	-0.19	0.145	0.114	-0.229
O	-27.372	-6.319	-3.297	-0.253	0.123	-0.108
O	11.001	1.691	24.888	0.392	-0.356	-0.079
O	6.862	-4.896	-5.371	0.203	-0.448	0.069
O	-21.655	-6.99	-2.535	-0.469	0.237	0.145
O	-0.229	-3.165	-4.064	0.587	-0.397	0.13
O	-29.552	-5.499	25.137	-0.262	-0.336	0.378
O	29.724	-1.735	25.441	0.112	0.069	0.023
O	-16.588	5.244	-2.944	-0.398	-0.004	-0.365
O	14.463	-1.511	-5.796	-0.156	-0.118	-0.159
O	-30.808	6.835	-2.821	0.231	0.006	-0.432
O	27.808	6.017	24.833	0.569	0.22	0.037
O	-18.408	6.819	22.728	-0.366	-0.367	0.076
O	31.102	-3.504	-1.353	0.208	-0.096	-0.431
O	-18.238	-1.134	-5.457	0.299	-0.532	-0.231
O	29.373	-6.604	-0.901	0.46	0.377	-0.125
O	-23.268	1.098	23.219	-0.482	0.223	0.225
O	27.479	-3.049	25.218	0.164	-0.113	0.246
O	-20.042	0.851	-5.433	0.156	0.094	-0.263
O	-17.946	6.894	-1.246	-0.36	0.085	-0.152
O	-27.295	-2.706	22.165	0.009	-0.077	0.073
O	26.113	1.698	25.721	0.135	0.241	0.485
O	-27.237	0.319	24.689	-0.425	-0.292	0.148
O	-22.316	7.315	23.018	-0.066	-0.269	0.24
O	16.414	-5.332	25.425	-0.216	0.279	-0.108
O	6.887	-5.557	-2.864	-0.075	0.256	0.302
O	-8.614	-5.878	-4.966	0.198	-0.576	0.138
O	-20.696	2.902	25.147	0.501	-0.472	-0.191
O	-13.533	-2.864	-0.332	0.173	-0.064	-0.485
O	-32.604	-8.097	22.079	-0.081	0.004	0.225
O	9.614	6.662	-3.993	0.251	-0.473	0.217
O	-22.76	-1.266	24.303	-0.168	-0.07	0.172
O	-26.491	-6.546	-0.925	-0.431	-0.357	-0.116
O	28.916	4.485	22.943	0.366	0.27	0.339
O	-24.279	3.285	-3.514	0.08	0.212	-0.403
O	32.315	-1.959	25.154	0.223	0.53	0.17
O	31.598	-3.387	23.036	-0.172	-0.136	0.525
O	2.138	4.502	-5.18	-0.031	0.789	0.189
O	31.576	1.352	-1.185	-0.002	-0.348	-0.228
O	23.557	-3.609	-3.273	-0.295	0.109	-0.035
O	27.397	-0.501	25.496	0.275	0.36	-0.009
O	-30.117	4.133	24.946	0.273	0.067	-0.496
O	32.379	5.828	-0.207	0.168	-0.067	-0.04
O	-26.819	7.626	-4.283	-0.111	0.075	0.401
O	-22.699	-3.493	22.897	0.069	-0.021	0.085
O	-24.303	5.707	22.164	-0.023	0.195	0.029
O	-22.624	-4.052	-5.556	-0.287	0.307	-0.076
O	32.369	0.097	-3.367	-0.332	-0.143	-0.481
O	-26.195	-1.795	25.752	0.339	-0.127	-0.069
O	-24.117	-6.031	-6.368	0.104	-0.192	-0.258
O	-16.455	-5.247	25.258	0.145	0.021	0.023
O	10.061	-1.392	24.6	0.145	0.372	-0.182
O	-2.456	-7.331	25.62	-0.003	-0.356	0.2
O	19.496	-0.946	-5.888	0.496	0.128	0.029
O	6.338	-3.064	-3.41	-0.451	0.086	-0.049
O	22.918	5.51	25.381	-0.574	-0.283	-0.664
O	-11.901	0.436	-3.831	0.254	0.075	-0.19
O	-27.279	5.643	-0.417	-0.065	0.048	-0.435
O	-30.973	-6.314	23.089	0.169	-0.168	0.205
O	-21.477	0.131	-0.297	-0.052	-0.161	-0.195
O	-11.747	7.173	23.107	-0.004	0.046	0.427
O	27.377	7.38	-5.404	0.167	-0.096	-0.62
O	27.996	4.904	-5.623	0.097	-0.059	0.161
O	-15.475	-7.546	25.865	0.249	-0.408	-0.163
O	-25.844	3.907	23.128	0.012	-0.348	0.092
O	-17.826	0.306	-3.334	-0.229	0.369	0.037
O	-16.369	5.428	0.051	0.069	0.011	0.042
O	-21.947	-6.507	-5.002	0.064	-0.585	-0.286
O	-7.575	1.409	-1.321	-0.062	-0.198	-0.168
O	-23.127	1.867	-1.524	-0.264	-0.087	-0.078
O	6.263	4.047	-6.464	0.03	0.023	0.108
O	-32.285	-4.196	-5.874	-0.403	-0.071	-0.016
O	1.582	-2.187	-1.416	0.105	0.141	-0.068
O	-15.355	5.19	25.656	0.452	0.557	-0.575
O	-11.408	7.155	-4.373	0.44	-0.117	0.064
O	-23.019	-0.917	-2.436	0.166	0.281	0.49
O	30.061	-7.337	-3.239	0.431	0.188	-0.002
O	-29.561	-4.922	-4.382	-0.01	0.246	0.463
O	-31.631	2.283	-5.617	-0.539	-0.217	0.004
O	13.483	-5.212	-5.561	-0.063	0.273	-0.194
O	10.571	-2.15	-3.271	0.462	0.233	0.312
O	-13.591	5.418	22.311	0.145	0.151	0.468
O	-0.712	3.872	24.479	-0.407	-0.314	0.159
O	-24.511	-2.694	-3.518	-0.055	0.006	-0.573
O	-31.828	6.155	24.432	0.175	0.215	-0.206
O	13.338	-7.821	-5.408	-0.332	-0.038	-0.238
O	13.76	5.239	25.303	0.093	-0.46	-0.192
O	3.031	0.908	22.759	-0.354	-0.557	0.016
O	-12.01	3.077	-3.523	0.192	0.112	0.026
O	-22.212	0.879	25.694	0.188	-0.423	0.198
O	-24.482	6.492	-4.317	0.313	0.001	0.441
O	-24.786	-6.864	25.303	0.047	0.018	-0.05
O	-18.984	-0.011	22.161	0.171	0.09	0.321
O	1.588	-4.616	-2.554	-0.123	0.06	-0.24
O	-12.844	4.269	-5.619	0.709	0.079	-0.163
O	-8.153	5.523	24.977	0.664	-0.055	0.033
O	-21.702	2.882	22.209	0.098	0.215	0.54
O	-15.471	-5.398	-5.931	0.349	0.211	0.705
O	-19.806	4.933	-4.023	0.455	-0.261	-0.498
O	-16.454	-5.307	-0.376	0.074	-0.149	-0.339
O	11.16	-4.511	-4.241	-0.217	-0.166	-0.524
O	19.356	-3.484	-6.225	-0.418	-0.257	-0.276
O	-7.735	-2.254	-3.275	-0.018	0.371	-0.018
O	15.392	-1.709	24.807	-0.23	-0.218	0.058
O	-15.551	-1.555	-1.263	-0.626	0.054	-0.259
O	-15.577	-1.434	23.014	-0.163	0.365	0.405
O	-10.947	0	-0.126	0.012	0.066	0.161
O	6.756	0.902	-5.891	0.401	-0.043	0.019
O	13.385	2.567	24.977	-0.1	-0.124	0.12
O	-31.436	1.878	24.486	0.077	-0.669	-0.091
O	30.381	1.788	-3.41	-0.527	-0.545	0.042
O	-26.869	2.926	25.202	0.169	-0.077	0.468
O	-21.94	3.916	-2.766	0.015	0.396	0.081
O	-1.479	-1.293	-2.786	0.408	0.364	-0.055
O	-13.554	-0.967	-5.509	-0.314	0.3	-0.323
O	10.749	-3.899	24.99	-0.492	-0.397	0.091
O	-19.839	2.433	-3.252	0.644	-0.146	0.212
O	-10.98	-6.914	-5.689	-0.248	0.111	-0.457
O	12.817	3.707	-5.988	0.281	-0.625	0.29
O	-20.013	7.652	24.529	0.032	-0.316	0.496
O	-21.422	-3.377	25.117	0.262	0.06	-0.059
O	-11.657	-4.693	-1.123	-0.139	-0.287	-0.211
O	-8.216	-5.356	22.024	-0.143	0.23	0.641
O	18.728	4.001	-3.959	-0.174	-0.351	-0.167
O	11.958	6.599	24.147	-0.177	0.417	0.26
O	-0.146	-6.237	25.424	-0.181	0.424	-0.154
O	-12.389	-4.568	23.011	0.189	-0.597	0.183
O	-32.353	2.571	-3.119	0.063	0.361	-0.035
O	-29.776	2.183	-3.847	0.292	0.242	-0.347
O	10.067	0.487	-3.867	0.335	-0.005	-0.466
O	25.6	-2.026	-3.269	0.192	0.357	0.234
O	-16.512	-2.636	25.199	0.075	0.446	0.082
O	-4.352	-6.579	-1.304	0.335	-0.211	-0.301
O	-26.252	-1.385	-6.536	0.074	-0.014	0.207
O	24.737	-0.533	25.249	0.004	-0.528	0.142
O	-13.602	0.021	22.147	0.037	-0.183	0.108
O	-9.688	-6.529	-1.286	0.235	-0.157	-0.436
O	-9.541	-1.51	-1.497	-0.138	0.094	-0.27
O	-16.336	8.067	21.858	-0.053	0.03	0.171
O	22.559	7.624	-3.275	0.084	-0.146	0.132
O	-6.64	-3.245	22.553	0.002	0.064	0.012
O	-24.03	-5.31	-3.782	-0.238	-0.302	0.129
O	-14.654	3.596	-3.863	-0.354	-0.063	-0.478
O	-19.441	-6.755	-3.943	0.182	0.263	0.025
O	-10.851	-5.696	-3.443	-0.56	-0.157	-0.039
O	-10.332	-1.735	-6.528	-0.109	0.579	-0.378
O	-31.684	-1.652	22.932	0.093	0.036	0.388
O	-10.478	-4.277	-5.645	0.365	0.031	-0.151
O	30.198	-1.46	-3.07	0.285	0.499	0.197
O	29.563	-7.605	-5.787	-0.035	-0.288	-0.107
O	21.03	-6.641	-3	-0.226	0.242	0.336
O	-14.484	-6.666	-1.378	0.602	0.096	-0.146
O	-26.425	4.989	-3.546	-0.513	0.055	0.107
O	-12.084	7.486	-7.084	-0.207	-0.031	-0.193
O	14.988	7.449	-3.497	-0.046	0.274	0.371
O	-9.024	-1.074	22.833	-0.147	0.007	0.305
O	-29.908	-2.793	-0.502	0.169	0.153	-0.147
O	-20.089	-7.649	-0.637	0.882	-0.344	-0.155
O	-6.746	7.504	-4.986	-0.372	-0.243	0.358
O	-15.648	-6.765	-3.796	-0.219	0.418	0.118
O	-23.43	-4.048	-1.485	0.333	-0.079	-0.117
O	-0.887	-7.342	-5.929	0.208	-0.278	0.03
O	-10.819	-2.731	22.05	-0.059	0.218	0.352
O	31.99	1.422	22.758	0.215	-0.305	0.374
O	5.469	-2.597	25.243	-0.389	0.038	-0.176
O	3.84	1.828	24.952	-0.042	0.442	0.14
O	10.945	5.38	-0.477	-0.029	-0.07	-0.203
O	-15.564	7.468	-2.108	0.446	-0.022	0.203
O	16.894	7.262	-5.216	0.537	-0.216	-0.061
O	-15.317	0.602	-2.719	0.467	0.43	-0.006
O	-5.392	2.977	25.415	-0.549	0.101	-0.149
O	-18.557	-2.248	-3.109	-0.194	-0.221	-0.538
O	13.458	5.977	-4.945	0.374	-0.18	-0.34
O	-28.14	-3.474	26.057	-0.407	0.306	-0.177
O	9.422	-1.456	-5.543	-0.558	0.179	-0.14
O	-32.091	-1.873	-7.088	-0.621	0.313	-0.071
O	-1.344	6.007	25.86	0.278	0.506	0.08
O	12.82	-6.157	-3.238	0.493	0.09	0.253
O	-14.919	5.604	-6.51	-0.422	-0.119	0.311
O	-9.929	1.737	-2.612	0.219	-0.401	0.057
O	-20.58	-1.926	23.034	0.202	-0.265	0.337
O	16.747	-8.017	25.295	0.432	0.157	-0.743
O	27.027	-5.519	24.586	-0.267	-0.311	-0.141
O	17.825	1.121	-5.999	0.316	0.77	0.258
O	-8.021	5.713	22.096	-0.105	0.045	0.296
O	3.243	7.165	-3.891	0.181	-0.315	-0.264
O	13.896	7.793	-0.344	-0.124	0.14	-0.555
O	5.237	2.518	22.227	-0.005	0.247	0.377
O	-2.507	-2.856	25.534	-0.442	0.071	-0.186
O	-0.08	-1.768	25.005	-0.079	-0.036	-0.164
O	11.906	-1.668	-6.276	0.176	0.307	0.585
O	4.289	1.421	-1.708	0.509	-0.263	-0.083
O	-13.749	1.309	25.031	-0.203	-0.082	-0.477
O	-20.859	-4.591	-3.668	0.078	0.238	0.358
O	6.267	2.671	25.326	-0.043	0.037	0.203
O	19.263	-5.64	-4.729	-0.706	-0.255	0.041
O	-17.249	-3.478	22.841	-0.091	0.034	0.478
O	11.839	4.41	-3.653	-0.392	0.359	0.059
O	-9.214	3.755	23.133	-0.231	-0.629	0.351
O	-10.735	5.325	-0.442	-0.136	-0.185	-0.415
O	-20.232	7.125	-2.757	0.557	-0.185	0.163
O	-5.53	0.038	-0.36	-0.076	-0.208	-0.49
O	29.622	6.436	-4.185	0.08	0.426	0.485
O	27.654	0.695	-6.734	-0.302	-0.472	-0.272
O	-5.855	-3.563	24.932	0.509	0.139	0.278
O	31.119	5.472	25.499	-0.147	0.361	0.315
O	2.558	4.809	-2.766	0.394	-0.108	0.188
O	-15.217	3.408	23.14	0.435	-0.42	0.399
O	-16.126	-1.627	-3.837	0.228	-0.513	-0.661
O	16.337	5.097	-3.781	-0.65	-0.324	-0.297
O	-27.916	0.242	-3.821	-0.157	-0.376	-0.06
O	-0.761	5.473	-3.55	-0.149	0.528	-0.371
O	-8.948	0.397	24.949	-0.515	-0.219	0.116
O	-9.672	7.116	-6.217	0.262	-0.242	0.6
O	2.229	-2.965	25.256	0.355	-0.032	-0.118
O	-4.217	4.002	-1.547	-0.015	-0.379	-0.175
O	-6.637	-6.102	24.187	-0.196	0.06	-0.696
O	-11.999	7.207	-1.611	0.045	0.307	-0.12
O	31.646	-6.32	-6.531	0.068	-0.124	-0.022
O	-17.554	-7.056	-5.652	-0.143	0.293	-0.264
O	7.742	-1.681	25.79	-0.094	-0.522	0.615
O	-6.907	2.78	-5.897	-0.406	-0.53	-0.187
O	22.872	1.124	24.33	0.166	0.225	0.497
O	2.757	-6.589	-3.872	-0.103	0.148	-0.356
O	18.274	-7.164	-1.27	-0.099	0.211	-0.509
O	17.653	4.136	-1.604	0.442	-0.205	-0.121
O	29.924	-0.141	-5.511	0.596	-0.076	-0.114
O	1.041	3.246	-7.077	0.123	-0.735	-0.278
O	-3.053	2.221	24.589	0.368	-0.23	-0.316
O	14.409	-6.874	24.939	-0.238	-0.623	-0.217
O	31.23	6.264	22.964	-0.195	-0.218	0.118
O	27.97	7.877	-1.955	-0.157	-0.14	0.275
O	5.968	-2.709	-6.332	0.18	0.135	0.192
O	5.777	0.04	25.141	-0.021	0.072	0.001
O	27.669	-6.649	-4.198	-0.218	0.356	0.27
O	-29.017	1.323	-1.579	-0.106	0.138	-0.032
O	23.263	-7.377	-6.486	-0.012	0.447	0.455
O	-1.221	3.765	-5.746	-0.378	-0.167	-0.038
O	15.646	-6.828	-6.047	0.445	0.444	0.223
O	13.403	-3.586	-3.46	0.069	0.186	-0.146
O	-26.939	-5.516	24.838	0.314	0.329	-0.519
O	-16.885	2.724	-2.784	-0.454	0.202	-0.116
O	-27.635	-3.28	-5.349	-0.007	0.441	0.578
O	-32.109	-2.096	-4.277	-0.24	-0.116	0.172
O	15.039	0.622	-4.257	-0.016	0.353	-0.247
O	32.136	5.829	-3.273	-0.237	0.332	0.411
O	8.785	0.646	25.659	-0.459	0.43	0.236
O	11.023	5.668	-5.887	-0.103	-0.09	-0.738
O	8.728	-3.953	-3.851	0.046	-0.048	-0.484
O	-29.378	6.649	25.342	-0.137	0.416	0.412
O	20.967	2.685	25.171	-0.062	0.56	0.372
O	-17.565	6.567	25.121	0.139	0.222	0.103
O	22.418	3.428	22.967	-0.224	-0.053	0.267
O	-7.916	7.922	-0.427	0.02	-0.015	-0.493
O	2.497	2.33	-3.477	-0.471	-0.204	-0.161
O	29.604	-5.212	-4.891	0.744	0.248	-0.297
O	18.487	3.381	25.577	0.155	0.357	0.005
O	-18.575	-3.831	-1.054	-0.253	-0.254	-0.345
O	-23.345	7.71	-6.343	-0.082	0.299	0.017
O	-4.367	-8.037	-4.369	0.157	0.248	0.038

Results
total energy: -406617.886 eV
total energy less fixed offsets of O -438.25, Si -107.07 eV per atom: -5.086 eV
